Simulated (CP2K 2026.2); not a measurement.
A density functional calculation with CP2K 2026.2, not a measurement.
Periodic cell of 1182 atoms, Si850O332, from a study of silicon, its oxide and their interface. The atomic structure is a simulated model.
Doubt: the forces sum to 4.52 eV/angstrom along one axis rather than to zero, so they err by at least 0.0038 eV/angstrom per atom on average; the grid cutoff is modest.
This geometry differs little from another in the collection (a relaxation step or a small displacement).

Settings
functional: PBE
method: Gaussian and plane waves
basis set: DZVP-MOLOPT-SR-GTH
pseudopotentials: GTH-PBE
grid cutoff: 350 Ry, relative cutoff 50 Ry
k points: Gamma only
occupations: fixed
spin: none
net charge: 0

Cell vectors (angstrom)
a, 16.4025, 0, 0
b, 0, 32.805, 0
c, 0, 0, 40.091

Atoms and the computed forces on them: element, x, y, z (angstrom), force x, y, z (eV/angstrom)
Si, 0.4306, 32.5675, 0.2499, 0.0282, -0.061, -0.2489
Si, 2.7914, 2.6718, 0.5799, 0.3319, -0.2413, -0.3379
Si, 0.6332, 4.8106, 40.0724, 0.679, -0.5533, 0.3305
Si, 2.6798, 8.1251, 0.1239, -0.0679, -0.1157, -0.1224
Si, 0.4838, 10.425, 40.0594, -0.1139, -0.0911, 0.1864
Si, 2.0529, 13.7332, 39.6986, -0.2457, -0.5114, 0.0256
Si, 0.4835, 15.6837, 39.8449, -0.3336, 0.0357, -0.3172
Si, 2.953, 18.4046, 39.3595, -0.2437, 0.3886, 0.084
Si, 16.1486, 22.2181, 39.9704, -0.001, -0.1046, -0.1241
Si, 2.6138, 24.8816, 0.0839, 0.0582, -0.0642, -0.1722
Si, 0.4496, 27.1022, 39.8944, 0.0331, 0.2785, -0.1525
Si, 2.6262, 30.3741, 0.2739, -0.0402, -0.0034, -0.2069
Si, 4.845, 0.4038, 0.393, -0.0335, -0.0417, -0.2096
Si, 7.9539, 2.5525, 40.0433, -0.1672, -0.0872, 0.1261
Si, 5.942, 4.919, 0.211, -0.0181, 0.015, -0.0387
Si, 8.8686, 7.2679, 39.7362, -0.2901, -0.0504, -0.0065
Si, 5.3735, 11.1972, 40.0042, 0.2283, -0.0891, 0.1478
Si, 8.4713, 13.5129, 0.2938, -0.4295, 0.3828, 0.0943
Si, 6.8289, 16.1569, 39.7206, 0.0164, 0.3269, 0.4455
Si, 8.2155, 19.8004, 0.0015, 0.1177, -0.2525, 0.2934
Si, 5.6931, 21.6453, 39.7171, 0.1482, 0.049, -0.0368
Si, 8.1556, 24.7747, 0.0625, -0.1437, 0.0282, -0.2288
Si, 5.9871, 27.1202, 0.0928, -0.1507, 0.2388, -0.0867
Si, 8.2506, 30.0069, 0.3884, -0.177, 0.2366, -0.0197
Si, 11.1752, 32.5653, 0.1423, -0.1733, -0.066, 0.0051
Si, 13.3044, 2.7797, 0.0163, -0.0171, 0.247, 0.0813
Si, 11.0645, 4.9987, 0.1814, -0.0277, -0.338, 0.1096
Si, 13.6831, 7.1692, 39.4496, -0.0965, 0.2462, 0.2147
Si, 10.1573, 11.6901, 39.9679, 0.3898, -0.0198, -0.0765
Si, 13.8627, 13.1445, 39.8146, -0.1948, 0.0649, 0.2142
Si, 10.7894, 16.2949, 0.1488, 0.1445, 0.1672, -0.1659
Si, 13.3317, 19.3287, 40.054, -0.0676, 0.0617, -0.3017
Si, 11.2351, 21.7038, 0.0048, 0.0669, 0.2572, 0.0957
Si, 14.0011, 24.4899, 40.0183, -0.0961, 0.0189, 0.0411
Si, 10.4711, 27.8066, 39.857, 0.0211, -0.1824, -0.2192
Si, 13.4065, 30.3306, 0.0986, 0.0351, 0.0114, -0.0219
Si, 1.3923, 1.2756, 1.7723, -0.0247, -0.1921, -0.2765
Si, 4.2847, 4.0307, 1.6841, 0.1355, 0.0829, -0.2732
Si, 1.4775, 6.559, 1.4061, 0.014, 0.2344, 0.0092
Si, 4.1827, 9.5564, 1.2865, 0.0791, 0.0958, -0.1156
Si, 1.3577, 12.1485, 1.2721, 0.1099, 0.064, -0.3351
Si, 4.3354, 15.0794, 1.3581, 0.2554, -0.3157, -0.2159
Si, 1.4305, 17.5393, 0.927, 0.0933, 0.0116, 0.2293
Si, 4.1484, 20.223, 0.8091, 0.0401, -0.0483, -0.0246
Si, 1.3919, 23.2417, 1.2636, -0.0845, 0.1145, -0.1624
Si, 4.1733, 26.0907, 1.3411, 0.1623, 0.0157, -0.203
Si, 1.4083, 28.683, 1.367, -0.0119, 0.0223, -0.3671
Si, 4.0026, 31.5081, 1.7512, 0.0098, 0.1037, -0.2166
Si, 6.7482, 1.2953, 1.5125, -0.1509, -0.1073, -0.2966
Si, 9.5436, 3.7352, 1.4027, -0.042, -0.013, -0.4107
Si, 7.148, 6.6161, 1.2973, 0.1235, -0.1167, -0.133
Si, 9.6223, 9.4512, 0.8266, -0.0543, -0.192, 0.0877
Si, 6.911, 12.2097, 1.3879, -0.2167, 0.0172, 0.0237
Si, 9.6339, 14.9612, 1.642, 0.2002, 0.1108, 0.1012
Si, 7.2865, 17.8551, 1.1976, 0.1208, 0.365, -0.3983
Si, 9.6913, 20.7376, 1.5193, 0.0257, -0.0685, -0.3398
Si, 6.8101, 23.1944, 1.201, -0.0555, -0.0719, -0.1878
Si, 9.6619, 26.0503, 1.2972, -0.0282, 0.189, -0.1725
Si, 6.8457, 28.6773, 1.6354, -0.0204, -0.078, -0.2004
Si, 9.5801, 31.4935, 1.5644, 0.1957, -0.0033, -0.3212
Si, 12.2876, 1.3087, 1.5312, 0.027, -0.0906, -0.1905
Si, 15.1527, 3.93, 1.2165, -0.2883, -0.2574, -0.0892
Si, 12.3938, 6.5412, 1.2519, 0.1568, -0.0131, -0.0127
Si, 15.1598, 9.394, 1.2056, 0.2615, -0.02, -0.17
Si, 12.1578, 12.2735, 1.1563, -0.0053, 0.069, -0.0329
Si, 15.1362, 14.7622, 1.0842, -0.1498, -0.1768, -0.0305
Si, 12.2565, 17.7585, 1.3424, -0.1225, -0.159, -0.1047
Si, 15.0674, 20.4876, 1.1353, -0.1541, 0.1274, -0.1049
Si, 12.4468, 23.3048, 1.2843, -0.0428, -0.1708, -0.4535
Si, 15.1889, 26.0351, 1.2141, 0.1342, -0.0088, -0.2223
Si, 12.2387, 28.6738, 1.2574, -0.134, 0.1329, -0.1972
Si, 15.0782, 31.4082, 1.417, 0.0938, 0.1081, -0.2375
Si, 16.3279, 2.6678, 2.8737, -0.083, 0.1028, -0.0163
Si, 2.703, 32.7739, 3.144, -0.051, -0.1058, 0.2875
Si, 0.0439, 8.0278, 2.6897, 0.0652, -0.0266, -0.0086
Si, 2.8728, 5.4226, 2.8962, -0.0977, 0.0572, 0.04
Si, 0.0028, 13.5201, 2.6309, 0.1555, 0.1065, 0.1632
Si, 2.8182, 10.8779, 2.67, -0.1285, 0.0086, 0.2292
Si, 0.0918, 19.0349, 2.3791, 0.0364, -0.0546, -0.0555
Si, 2.8107, 16.4263, 2.5426, -0.017, -0.0677, 0.1667
Si, 0.0779, 24.6362, 2.6643, 0.0146, 0.0093, 0.1099
Si, 2.8182, 21.709, 2.3937, 0.0195, -0.1058, -0.1271
Si, 16.3851, 29.9787, 2.7712, 0.0001, 0.0248, -0.0075
Si, 2.8163, 27.4063, 2.761, 0.0696, -0.0338, -0.0009
Si, 5.5602, 2.6442, 3.0114, 0.0399, 0.0908, 0.1593
Si, 8.1647, 32.7908, 2.8783, 0.0232, 0.0488, -0.0008
Si, 5.6508, 8.1291, 2.5722, 0.0824, -0.0104, -0.1771
Si, 8.3546, 5.2911, 2.7829, -0.0457, -0.0342, 0.087
Si, 5.5736, 13.6053, 2.7337, -0.13, 0.1151, 0.0683
Si, 8.3063, 10.6994, 2.5568, 0.0539, 0.0089, -0.12
Si, 5.5516, 19.0634, 2.4244, 0.0702, -0.145, -0.0499
Si, 8.3164, 16.4612, 2.8026, -0.1088, 0.1485, 0.2269
Si, 5.4706, 24.5702, 2.6254, 0.1132, 0.0208, 0.0789
Si, 8.1937, 21.9905, 2.7312, -0.0369, 0.1912, 0.2018
Si, 5.4592, 30.076, 2.903, 0.0059, 0.0063, 0.0727
Si, 8.2826, 27.2882, 2.8339, 0.0988, -0.0249, 0.164
Si, 10.9077, 2.5748, 2.8852, -0.0559, -0.0485, 0.1761
Si, 13.7426, 32.7798, 2.8195, 0.0759, 0.0189, 0.0206
Si, 11.0359, 8.162, 2.4266, -0.0341, 0.0491, -0.0721
Si, 13.809, 5.3254, 2.6659, 0.1437, -0.0393, 0.0416
Si, 11.103, 13.611, 2.7896, 0.1305, -0.0897, 0.1038
Si, 13.6284, 10.8043, 2.4627, 0.1039, 0.11, 0.0469
Si, 10.9633, 19.1473, 2.7474, -0.1858, -0.0577, 0.0661
Si, 13.765, 16.2958, 2.5008, -0.002, -0.1147, -0.1341
Si, 11.0438, 24.6579, 2.6347, -0.0749, -0.0389, -0.0094
Si, 13.7659, 21.8564, 2.6327, -0.0456, -0.0543, 0.0693
Si, 10.9716, 30.0255, 2.8028, -0.0882, -0.0594, 0.0058
Si, 13.7076, 27.3242, 2.5943, -0.0467, -0.0011, -0.1197
Si, 1.3982, 4.0493, 4.169, -0.0021, 0.0134, -0.0906
Si, 4.1389, 1.3446, 4.369, 0.1234, -0.1291, -0.0418
Si, 1.4185, 9.4767, 4.0238, 0.0016, 0.1339, -0.1028
Si, 4.261, 6.8652, 4.0917, -0.1135, -0.0176, 0.0382
Si, 1.4315, 14.9854, 3.9339, 0.0002, -0.1078, -0.2573
Si, 4.164, 12.2536, 4.0698, 0.0126, -0.0372, -0.1079
Si, 1.4224, 20.4237, 3.8275, 0.094, -0.0832, 0.0215
Si, 4.171, 17.7694, 3.9387, 0.0534, 0.1045, -0.1464
Si, 1.4427, 25.9714, 4.0651, -0.0717, -0.0322, -0.0394
Si, 4.0922, 23.1313, 3.91, 0.1277, 0.0086, -0.0344
Si, 1.2895, 31.3171, 4.2735, 0.0511, 0.1037, -0.0419
Si, 4.1101, 28.704, 4.2252, -0.0655, 0.0238, -0.0005
Si, 6.9433, 4.0731, 4.2577, -0.022, -0.0606, -0.1027
Si, 9.5445, 1.2868, 4.2767, 0.0166, 0.1087, -0.0501
Si, 6.9409, 9.4645, 4.0279, -0.022, 0.0361, 0.047
Si, 9.7288, 6.8033, 3.9839, -0.0939, -0.0816, -0.1073
Si, 6.8973, 15.0308, 4.0776, 0.0097, 0.0596, -0.0872
Si, 9.632, 12.1738, 3.9803, 0.069, -0.0145, -0.0759
Si, 6.8298, 20.4764, 3.9447, 0.0539, -0.0721, -0.1025
Si, 9.6471, 17.8042, 4.1594, 0.0833, -0.1182, 0.0022
Si, 6.8534, 25.8864, 4.0998, 0.0092, 0.0113, -0.1722
Si, 9.632, 23.3191, 4.0422, -0.1554, 0.0589, -0.0033
Si, 6.8569, 31.4019, 4.241, 0.0053, -0.0256, 0.0133
Si, 9.6182, 28.6728, 4.2053, 0.072, -0.0436, -0.1667
Si, 12.3555, 4.0371, 4.0863, 0.0564, -0.0339, -0.0688
Si, 15.0202, 1.3197, 4.2626, -0.0022, 0.0206, -0.0259
Si, 12.3342, 9.4773, 3.9414, 0.0283, 0.0101, -0.0775
Si, 15.0804, 6.7272, 4.1019, 0.0056, 0.0055, -0.0819
Si, 12.4592, 15.0303, 4.0521, -0.0722, -0.0521, -0.0287
Si, 15.0048, 12.1593, 3.9588, -0.0053, 0.0581, -0.1262
Si, 12.3807, 20.5131, 4.0379, 0.0684, 0.0797, -0.0599
Si, 15.1282, 17.7173, 3.8504, 0.0257, -0.0828, 0.02
Si, 12.3956, 25.9696, 4.0352, -0.0165, -0.0428, 0.0377
Si, 15.1113, 23.2383, 4.0188, -0.0218, -0.0214, -0.0676
Si, 12.3571, 31.392, 4.1629, -0.0172, -0.057, -0.1012
Si, 15.0025, 28.6364, 4.0982, 0.1117, 0.0679, 0.0132
Si, 16.3892, 0.0246, 16.3957, 0.0002, 0.0208, 0.0068
Si, 2.7224, 2.7578, 16.3992, -0.0016, 0.0077, 0.0083
Si, 16.3896, 5.4885, 16.3781, 0.0098, 0.0046, -0.0045
Si, 2.7214, 8.231, 16.3605, 0.016, 0.0128, -0.0178
Si, 16.3886, 10.9951, 16.3632, -0.0328, 0.0243, -0.0106
Si, 2.7323, 13.7272, 16.3554, 0.0185, -0.0226, -0.0134
Si, 16.3977, 16.4484, 16.3641, 0.0092, -0.0029, 0.0062
Si, 2.7243, 19.1608, 16.3683, -0.0254, 0.0199, -0.0089
Si, 16.391, 21.8684, 16.3894, -0.0129, 0.0235, 0.0076
Si, 2.7296, 24.6041, 16.3875, -0.0007, 0.0035, -0.0034
Si, 0.0117, 27.3486, 16.3982, -0.009, -0.02, 0.002
Si, 2.733, 30.0936, 16.3953, -0.0285, -0.0106, 0.011
Si, 5.4598, 0.023, 16.4078, -0.0297, 0.0062, 0.0012
Si, 8.1736, 2.7426, 16.4141, 0.0186, 0.0299, 0.0085
Si, 5.4479, 5.4879, 16.3805, 0.0085, 0.0214, -0.0019
Si, 8.1831, 8.2446, 16.3771, -0.0069, 0.0198, 0.0005
Si, 5.4701, 10.9924, 16.3635, -0.0027, -0.0147, -0.0104
Si, 8.2107, 13.7369, 16.3518, 0.0054, -0.0101, -0.0043
Si, 5.4675, 16.4579, 16.3545, -0.0295, 0.0268, -0.0069
Si, 8.2129, 19.1681, 16.362, -0.012, -0.0099, -0.0068
Si, 5.4608, 21.8768, 16.3718, -0.0196, 0.0295, -0.0117
Si, 8.2101, 24.6017, 16.3725, 0.0024, 0.0053, -0.0047
Si, 5.4635, 27.3356, 16.3783, 0.0244, 0.0026, 0.0003
Si, 8.2051, 30.0913, 16.3931, -0.0458, 0.0105, 0.0046
Si, 10.927, 0.0182, 16.4014, -0.0225, -0.0016, 0.0011
Si, 13.6556, 2.7545, 16.394, 0.0228, -0.0276, 0.0055
Si, 10.9026, 5.4922, 16.3948, 0.0142, 0.0192, 0.0001
Si, 13.6433, 8.2409, 16.3726, -0.0131, 0.0363, -0.0098
Si, 10.9323, 11.0027, 16.3599, -0.0145, -0.0061, -0.0079
Si, 13.6669, 13.7347, 16.3619, 0.0033, -0.0136, -0.0111
Si, 10.9471, 16.4649, 16.3631, -0.0163, -0.0235, 0.0009
Si, 13.6691, 19.165, 16.3673, -0.041, 0.0265, 0.0009
Si, 10.9391, 21.8765, 16.364, -0.0294, 0.036, -0.0106
Si, 13.6876, 24.6075, 16.3862, -0.0172, -0.0127, 0.0052
Si, 10.9536, 27.3514, 16.3784, -0.0148, 0.0034, -0.0066
Si, 13.6695, 30.0928, 16.3985, -0.0267, 0.0258, 0.0024
Si, 1.3328, 1.4083, 17.7635, -0.0177, -0.0415, -0.013
Si, 4.0935, 4.1208, 17.7673, -0.016, 0.0012, 0
Si, 1.3561, 6.8565, 17.7277, 0.0002, 0.0059, 0.0116
Si, 4.0903, 9.6081, 17.7028, -0.0269, 0.0052, -0.0127
Si, 1.3482, 12.3788, 17.7202, -0.0004, 0.0055, -0.0043
Si, 4.0764, 15.1196, 17.7195, 0.0191, -0.0505, -0.0003
Si, 1.3455, 17.819, 17.7464, 0.0242, -0.0023, -0.0011
Si, 4.0723, 20.5345, 17.7435, 0.0385, -0.0104, -0.0045
Si, 1.3428, 23.2534, 17.7491, 0.0261, 0.0177, -0.0131
Si, 4.0865, 25.9879, 17.751, -0.0203, -0.0118, 0.0079
Si, 1.3595, 28.7426, 17.7642, 0.0573, 0.0475, -0.0037
Si, 4.0764, 31.4791, 17.7688, 0.0589, 0.022, -0.0046
Si, 6.8095, 1.3818, 17.8042, -0.0194, -0.0356, 0.0205
Si, 9.5282, 4.1272, 17.7685, -0.0247, -0.0403, 0.0099
Si, 6.8046, 6.8659, 17.7346, -0.0134, -0.0188, -0.0047
Si, 9.5504, 9.6393, 17.7145, 0.0344, 0.0221, -0.0119
Si, 6.8346, 12.3836, 17.7174, 0.0014, -0.0114, 0.0058
Si, 9.5618, 15.1196, 17.7229, 0.0092, -0.009, -0.0173
Si, 6.8264, 17.8283, 17.7295, 0.0097, -0.0165, -0.0057
Si, 9.5659, 20.5355, 17.7465, 0.0311, 0.0244, 0.0044
Si, 6.8226, 23.2525, 17.7343, -0.013, -0.0095, 0.0101
Si, 9.5852, 25.9807, 17.7225, -0.0099, 0.0187, -0.0058
Si, 6.8205, 28.7226, 17.7293, 0.0184, -0.0061, -0.0161
Si, 9.5571, 31.4686, 17.7745, 0.0529, 0.0197, 0.0098
Si, 12.2834, 1.3954, 17.7633, 0.0211, 0.034, 0.0023
Si, 15.0156, 4.1303, 17.7515, -0.0155, 0.0014, -0.0018
Si, 12.2654, 6.8748, 17.7412, -0.0031, -0.0049, 0.0016
Si, 15.0015, 9.6301, 17.7166, 0.0251, -0.0355, -0.0045
Si, 12.288, 12.3844, 17.7284, 0.0027, -0.019, -0.0131
Si, 15.0082, 15.1185, 17.7415, 0.0078, -0.0453, 0.0087
Si, 12.2948, 17.8375, 17.7553, 0.0303, -0.0057, -0.0116
Si, 15.0159, 20.5144, 17.7688, 0.0093, -0.0032, 0.0042
Si, 12.307, 23.239, 17.7304, -0.0157, -0.0095, -0.008
Si, 15.0415, 25.99, 17.7627, 0.0122, 0.032, 0.0102
Si, 12.2933, 28.7389, 17.7597, 0.0053, -0.0526, 0.0039
Si, 15.013, 31.4831, 17.7697, -0.0102, -0.0412, 0.0005
Si, 16.3665, 2.7708, 19.1424, 0.01, 0.004, 0.0164
Si, 2.7016, 0.0586, 19.1306, -0.0136, 0.0098, 0.0008
Si, 16.3597, 8.2306, 19.0448, -0.0278, 0.0909, -0.0072
Si, 2.712, 5.4876, 19.1158, -0.0161, 0.0121, 0.0096
Si, 16.392, 13.7672, 19.0921, 0.0089, -0.046, -0.0068
Si, 2.7144, 10.9781, 19.0404, 0.0719, -0.0576, -0.0131
Si, 16.3726, 19.1492, 19.1494, 0.0226, 0.0273, 0.0088
Si, 2.7151, 16.4745, 19.1185, -0.0187, -0.0046, 0.0041
Si, 16.397, 24.6199, 19.1388, 0.0404, -0.0892, 0.0546
Si, 2.6887, 21.8866, 19.1179, -0.0234, 0.0808, 0.0275
Si, 16.3982, 30.1338, 19.1233, -0.0244, -0.0133, -0.005
Si, 2.7279, 27.373, 19.1212, -0.0126, -0.0347, 0.038
Si, 5.4374, 2.761, 19.1755, 0.0278, 0.0379, 0.04
Si, 8.1811, 0.0035, 19.1698, -0.0025, 0.0036, 0.0208
Si, 5.4291, 8.2339, 19.0848, -0.0176, 0.0267, 0.0233
Si, 8.1343, 5.4909, 19.1239, 0.0183, 0.0403, 0.0151
Si, 5.4751, 13.7823, 19.0613, -0.0745, 0.0432, 0.0057
Si, 8.201, 11.019, 19.083, 0.0126, -0.0645, 0.0391
Si, 5.4516, 19.1854, 19.1031, -0.0497, 0.0324, 0.0049
Si, 8.2051, 16.4905, 19.1013, 0.0004, -0.0427, 0.0051
Si, 5.4599, 24.6229, 19.106, 0.0224, -0.0167, -0.0139
Si, 8.1809, 21.8934, 19.1075, 0.0165, 0.0408, 0.0062
Si, 5.4454, 30.0833, 19.0967, -0.0058, 0.0163, 0.0079
Si, 8.2225, 27.3712, 19.0604, -0.0359, -0.0223, -0.0287
Si, 10.8981, 2.751, 19.1212, 0.0069, -0.0213, 0.0027
Si, 13.6452, 0.0472, 19.1505, -0.0193, 0.0162, 0.0236
Si, 10.8824, 8.255, 19.0847, 0.0112, 0.0557, 0.0246
Si, 13.6214, 5.4892, 19.0959, 0.0312, -0.0101, 0.0089
Si, 10.9398, 13.7813, 19.0886, -0.0543, -0.0335, 0.0313
Si, 13.637, 11.0027, 19.0895, -0.0038, 0.0421, 0.0429
Si, 10.936, 19.2037, 19.1427, -0.0253, 0.024, 0.0167
Si, 13.6627, 16.4977, 19.1393, -0.0569, 0.0381, 0.0172
Si, 10.9605, 24.6237, 19.0838, 0.0041, -0.039, -0.0093
Si, 13.6405, 21.883, 19.1322, -0.0318, 0.0714, 0.0121
Si, 10.9379, 30.1179, 19.1413, -0.0443, 0.0468, 0.0098
Si, 13.6837, 27.3894, 19.1114, -0.0729, 0.0329, -0.0085
Si, 1.3434, 4.1344, 20.5025, -0.0108, -0.0085, 0.0426
Si, 4.029, 1.4192, 20.5392, -0.0361, -0.0659, 0.0568
Si, 1.3393, 9.5875, 20.3785, -0.0636, -0.0574, -0.0646
Si, 4.0659, 6.8644, 20.4778, 0.0417, 0.0303, 0.0719
Si, 1.2957, 15.1702, 20.4994, 0.059, 0.0133, 0.0132
Si, 4.0765, 12.3933, 20.3425, -0.04, -0.039, -0.0428
Si, 1.314, 20.5342, 20.5071, 0.0006, -0.0611, 0.0048
Si, 4.0957, 17.8321, 20.4857, -0.0158, 0.0094, -0.0308
Si, 1.351, 26.0249, 20.4955, 0.0763, 0.125, 0.0314
Si, 4.0575, 23.2718, 20.46, -0.0243, -0.06, 0.0299
Si, 1.3243, 31.5279, 20.5029, 0.0262, 0.0003, 0.0455
Si, 4.0797, 28.7572, 20.493, 0.0314, 0.0718, 0.0189
Si, 6.792, 4.1439, 20.5604, -0.036, -0.0298, 0.1056
Si, 9.5474, 1.3985, 20.5233, 0.073, 0.0928, -0.0135
Si, 6.8082, 9.6249, 20.403, -0.0148, 0.0655, -0.0199
Si, 9.4767, 6.9088, 20.4438, -0.0097, -0.0448, -0.0079
Si, 6.8197, 15.1575, 20.4679, 0.0267, -0.0276, -0.0046
Si, 9.5632, 12.424, 20.4396, 0.1084, 0.1304, -0.0127
Si, 6.7894, 20.5552, 20.4891, -0.0035, -0.0147, 0.0871
Si, 9.5266, 17.8774, 20.4966, -0.0197, 0, 0.0611
Si, 6.8518, 26.0273, 20.4093, 0.1035, 0.0549, -0.0317
Si, 9.5715, 23.273, 20.43, 0.0203, -0.0005, -0.0053
Si, 6.8171, 31.3825, 20.5038, -0.073, 0.0045, 0.0164
Si, 9.5527, 28.7326, 20.4637, -0.0031, -0.0163, 0.0232
Si, 12.2291, 4.1509, 20.4781, 0.0242, -0.0538, 0.0407
Si, 14.9729, 1.4431, 20.5332, -0.02, 0.0077, 0.0767
Si, 12.2459, 9.6291, 20.4467, -0.061, -0.0782, 0.0291
Si, 14.9903, 6.8775, 20.4178, -0.0073, -0.013, -0.0413
Si, 12.2466, 15.1872, 20.4899, 0.0515, -0.0359, 0.0271
Si, 15.0216, 12.3906, 20.4272, -0.0225, -0.0326, -0.0234
Si, 12.2917, 20.5486, 20.561, -0.0224, 0.0127, 0.0876
Si, 15.0171, 17.8203, 20.5865, -0.011, 0.0117, 0.0345
Si, 12.3279, 25.9975, 20.4454, 0.0247, 0.033, 0.0276
Si, 15.0058, 23.2473, 20.4915, -0.0361, 0.0225, -0.0501
Si, 12.2875, 31.4941, 20.5403, -0.023, -0.0511, 0.0394
Si, 15.0274, 28.786, 20.4872, 0.0285, -0.0327, 0.0241
Si, 16.3996, 0.1326, 21.9028, -0.0826, -0.0333, -0.0167
Si, 2.6878, 2.8206, 21.968, -0.0304, 0.0452, -0.0587
Si, 16.3348, 5.5213, 21.7952, 0.0613, 0.0872, 0.1662
Si, 2.6343, 8.2123, 21.7892, -0.0638, 0.0773, 0.0748
Si, 16.3843, 10.9495, 21.7158, -0.0177, 0.0186, 0.0164
Si, 2.709, 13.7408, 21.6951, 0.0144, -0.0863, 0.0046
Si, 16.3758, 16.4904, 22.0278, 0.0199, -0.0182, 0.2665
Si, 2.6985, 19.1639, 21.8442, -0.0039, 0.105, 0.1753
Si, 16.2847, 21.8356, 21.8809, 0.0509, 0.1082, 0.1479
Si, 2.7563, 24.6821, 21.8414, -0.0013, -0.0898, 0.2087
Si, 16.356, 27.3971, 21.8566, 0.012, 0.1178, 0.0206
Si, 2.6501, 30.1123, 21.8458, 0.0764, 0.0767, 0.1193
Si, 5.3937, 32.7523, 21.7925, 0.0206, -0.1025, 0.1138
Si, 8.2247, 2.794, 21.9109, -0.068, -0.1761, 0.1401
Si, 5.3922, 5.5284, 21.9378, -0.0189, -0.0923, -0.03
Si, 8.0867, 8.2394, 21.8227, 0.1255, -0.0055, 0.1441
Si, 5.4625, 11.0652, 21.6767, -0.0141, -0.0848, 0.0868
Si, 8.2119, 13.813, 21.8108, -0.0125, -0.0305, 0.0124
Si, 5.4911, 16.5351, 21.8778, -0.0462, 0.0087, 0.1814
Si, 8.1299, 19.2053, 21.8993, 0.1534, 0.0452, 0.1214
Si, 5.3885, 21.9027, 21.8471, -0.0368, 0.0079, 0.1131
Si, 8.2664, 24.7134, 21.7439, -0.0922, 0.0238, 0.1448
Si, 5.5507, 27.4239, 21.7863, -0.156, -0.1597, 0.0574
Si, 8.1495, 29.9789, 21.9196, 0.0348, 0.0074, 0.0181
Si, 10.8536, 32.8025, 21.9225, -0.0537, 0.0342, 0.1404
Si, 13.542, 2.7901, 21.9035, -0.0329, 0.0224, 0.1067
Si, 10.8356, 5.5506, 21.7916, -0.0246, -0.0028, 0.0448
Si, 13.5875, 8.1945, 21.7726, 0.0952, -0.0109, 0.0519
Si, 10.8898, 11.0316, 21.8016, -0.0467, -0.0077, 0.1878
Si, 13.6934, 13.835, 21.7599, -0.1146, 0.0776, 0.1728
Si, 10.8853, 16.5725, 21.9062, -0.0375, -0.0388, 0.0023
Si, 13.6591, 19.1916, 21.9894, -0.0054, -0.0133, 0.0207
Si, 10.8729, 21.9408, 21.873, -0.0945, -0.0647, 0.175
Si, 13.6913, 24.6679, 21.8477, -0.0605, -0.0683, 0.1124
Si, 10.9917, 27.4093, 21.7706, 0.0388, -0.0119, 0.1228
Si, 13.7388, 30.1938, 21.8987, -0.0577, -0.0213, 0.1533
Si, 1.2437, 1.5437, 23.3494, -0.0793, -0.0077, 0.0747
Si, 4.0485, 4.1692, 23.3841, 0.0201, 0.0591, 0.1231
Si, 1.2928, 6.8129, 23.2516, 0.0827, -0.1958, -0.0869
Si, 4.017, 9.7279, 22.9447, 0.0154, 0.0457, -0.3059
Si, 1.3163, 12.3841, 23.0197, -0.0989, 0.0655, -0.1324
Si, 4.113, 15.0313, 23.0535, -0.0494, 0.0405, -0.1012
Si, 1.4204, 17.9061, 23.3962, 0.0207, -0.0613, -0.1087
Si, 4.0175, 20.495, 23.2751, 0.1272, -0.1142, -0.2212
Si, 1.2547, 23.3067, 23.0869, -0.0467, -0.0513, -0.2713
Si, 4.2201, 26.1143, 23.1679, 0.1105, 0.1363, -0.1817
Si, 1.2561, 28.7962, 23.2482, -0.1235, 0.0393, -0.0337
Si, 4.0229, 31.4298, 23.2428, -0.0468, -0.0791, 0.0182
Si, 6.8198, 1.2518, 23.1002, 0.2141, -0.0472, -0.2284
Si, 9.5498, 4.2855, 23.3157, -0.063, -0.0435, -0.0093
Si, 6.7284, 6.9233, 23.3088, -0.0265, 0.1239, -0.0786
Si, 9.4142, 9.6769, 23.139, 0.1117, 0.1119, -0.2277
Si, 6.8585, 12.3678, 23.0832, 0.052, -0.0348, 0.0147
Si, 9.4645, 15.2522, 23.2489, -0.0935, 0.1443, -0.0085
Si, 6.7936, 17.9226, 23.4179, 0.0002, -0.1028, 0.1266
Si, 9.4465, 20.6005, 23.2922, -0.1414, 0.0722, -0.0562
Si, 6.7888, 23.4123, 23.0223, 0.1679, 0.0425, -0.0858
Si, 9.6379, 26.0833, 23.1499, 0.0091, -0.0904, -0.0284
Si, 6.8414, 28.5844, 23.3922, 0.0169, 0.024, 0.2206
Si, 9.4935, 31.3412, 23.2718, 0.0633, 0.0302, -0.2198
Si, 12.1648, 1.4026, 23.3287, -0.0231, 0.1435, -0.0176
Si, 14.8995, 4.2732, 23.1944, -0.2019, 0.0202, -0.0528
Si, 12.1779, 6.8819, 23.1774, -0.0695, -0.0203, -0.1444
Si, 15.0209, 9.5498, 23.0444, -0.136, -0.1064, -0.1571
Si, 12.3655, 12.4468, 23.0694, 0.1838, 0.024, -0.2879
Si, 14.918, 15.0925, 23.3992, -0.0958, -0.0874, -0.0825
Si, 12.2399, 17.8836, 23.3701, -0.1872, 0.1316, 0.0213
Si, 15.0048, 20.5048, 23.471, 0.1304, 0.0834, 0.0972
Si, 12.2848, 23.3247, 23.1806, 0.0278, 0.0299, -0.3485
Si, 15.0336, 26.0452, 23.2719, -0.0466, -0.014, -0.1141
Si, 12.3954, 28.7232, 23.1707, 0.006, -0.0132, -0.2045
Si, 15.0725, 31.6275, 23.3363, 0.0025, -0.0549, -0.038
Si, 16.1445, 2.974, 24.6667, 0.148, 0.2038, -0.0713
Si, 2.6766, 0.1317, 24.5904, 0.2275, -0.0518, -0.0319
Si, 16.361, 8.2849, 24.5083, -0.0149, -0.013, 0.078
Si, 2.5615, 5.4834, 24.8606, 0.0396, 0.1573, 0.0501
Si, 16.3736, 13.536, 24.5514, 0.2637, 0.0228, 0.3288
Si, 2.7683, 11.149, 24.3057, 0.2214, -0.0332, 0.2395
Si, 0.1574, 19.2932, 24.9662, 0.0943, 0.2956, 0.0341
Si, 2.8204, 16.3038, 24.4935, 0.2235, 0.1339, 0.1839
Si, 0.0538, 24.6883, 24.5386, 0.089, -0.0863, 0.228
Si, 2.591, 21.9663, 24.3843, 0.027, 0.0955, 0.227
Si, 16.3902, 30.2271, 24.7629, 0.0646, -0.0872, 0.132
Si, 2.7119, 27.3761, 24.4114, 0.1021, 0.099, 0.4061
Si, 5.6171, 2.6881, 24.4456, -0.1663, -0.0864, -0.1582
Si, 7.9147, 32.5087, 24.5842, -0.2108, 0.0353, 0.0998
Si, 5.1726, 8.3739, 24.386, 0.0243, 0.0032, 0.2479
Si, 8.0871, 5.5959, 24.7561, 0.2971, 0.3711, 0.3794
Si, 5.5986, 13.8127, 24.4046, -0.1382, -0.1421, -0.0243
Si, 7.9925, 10.9315, 24.5754, -0.4188, -0.0086, 0.2619
Si, 5.4282, 19.3496, 24.8664, -0.1749, -0.0824, 0.2035
Si, 8.1662, 16.5407, 24.9005, 0.2107, 0.1625, 0.0112
Si, 5.5817, 24.7236, 24.53, -0.1012, 0.0687, 0.1906
Si, 7.9843, 22.1077, 24.5021, -0.3086, -0.5128, -0.1332
Si, 5.2521, 29.8568, 24.6693, -0.1233, 0.1564, 0.2418
Si, 8.3723, 27.2071, 24.7888, 0.0278, -0.1264, 0.0096
Si, 10.8791, 2.903, 24.7322, -0.2026, -0.2342, -0.1246
Si, 13.6913, 0.2197, 24.7257, -0.0993, 0.0328, -0.0231
Si, 10.9696, 8.4888, 24.3921, 0.0006, -0.0015, 0.0786
Si, 13.3832, 5.4852, 24.6395, 0.0948, 0.031, -0.1306
Si, 10.8948, 13.7828, 24.316, -0.0706, -0.0145, 0.0719
Si, 13.8904, 11.0946, 24.3231, 0.0158, -0.0798, 0.3567
Si, 10.8576, 19.3255, 24.7373, 0.0555, 0.0874, 0.0785
Si, 13.4168, 16.4424, 24.8443, -0.1573, 0.0181, 0.1666
Si, 11.0084, 24.7633, 24.5293, 0.5023, 0.3131, 0.0023
Si, 13.4394, 21.9225, 24.6456, -0.2454, 0.1051, 0.1095
Si, 11.0376, 30.0542, 24.508, -0.0183, -0.0513, 0.2063
Si, 13.7093, 27.4067, 24.6639, -0.0918, 0.0625, 0.0779
Si, 0.7359, 4.5262, 26.2098, 0.1612, -0.3335, 0.0197
Si, 4.3823, 1.2186, 25.8054, -0.045, 0.2762, 0.2517
Si, 1.5173, 9.6406, 25.5152, 0.304, -0.1091, 0.2023
Si, 3.613, 7.3705, 25.8765, -0.1977, 0.1179, 0.0145
Si, 1.1478, 15.1779, 25.7063, -0.1755, -0.0721, -0.2344
Si, 4.2283, 12.4474, 25.6681, 0.1385, 0.0232, 0.2285
Si, 1.2611, 21.1406, 26.1311, 0.1423, -0.143, -0.1099
Si, 4.5487, 16.7181, 26.1123, -0.4463, 0.1525, -0.1549
Si, 1.7864, 25.6745, 25.6852, 0.228, -0.0293, -0.0154
Si, 3.9398, 23.46, 25.4778, -0.3731, -0.1204, 0.2183
Si, 1.6641, 31.4162, 26.0482, 0.0387, -0.0029, 0.029
Si, 3.535, 28.8112, 26.0951, -0.1007, -0.3826, -0.2861
Si, 7.225, 3.6961, 25.8478, -0.3357, -0.1673, 0.187
Si, 9.1032, 2.1274, 26.1491, 0.6507, 0.1741, 0.2631
Si, 6.0522, 9.97, 25.8625, 0.3596, -0.0513, -0.0655
Si, 9.8511, 7.8089, 26.2578, -0.0493, -0.0859, -0.5748
Si, 6.4794, 15.2943, 26.0265, 0.2156, -0.2498, 0.2548
Si, 9.6918, 12.2179, 25.5002, -0.0563, 0.0833, 0.1745
Si, 6.1573, 21.3595, 25.975, -0.0271, 0.2292, -0.1331
Si, 9.4376, 18.2144, 26.2185, 0.0225, -0.044, -0.4571
Si, 8.0362, 25.2476, 26.3384, 0.0565, 0.1735, 0.345
Si, 9.4892, 23.4446, 25.5978, 0.2395, -0.2522, 0.2827
Si, 6.2328, 31.4581, 26.0092, 0.1273, -0.3329, -0.3235
Si, 9.999, 28.4755, 25.919, 0.0229, 0.2092, 0.1845
Si, 12.5913, 3.7702, 26.0737, -0.4461, 0.3622, 0.337
Si, 14.3919, 2.1644, 26.0197, 0.4942, -0.6059, 0.1237
Si, 12.1414, 10.1911, 25.5273, 0.3421, -0.013, -0.219
Si, 15.3255, 7.1772, 26.3528, -0.0562, 0.0155, 0.0287
Si, 11.9744, 14.9414, 26.0247, -0.1785, 0.1673, -0.3708
Si, 15.6974, 11.678, 25.8894, -0.0727, 0.1996, -0.3795
Si, 11.7056, 21.1659, 26.079, 0.2308, -0.4934, -0.2377
Si, 15.6687, 17.6298, 26.3828, -0.1119, 0.0027, 0.1782
Si, 12.1975, 26.2767, 26.0843, -0.2277, -0.172, -0.104
Si, 15.5084, 23.5236, 26.3041, -0.0988, -0.1314, -0.1438
Si, 12.5959, 31.2643, 25.8003, -0.2417, -0.0389, 0.3545
Si, 14.7779, 29.0051, 26.0439, 0.1916, 0.2481, 0.2364
Si, 16.2051, 2.685, 28.5188, -0.0764, -0.0224, 0.2421
Si, 5.8049, 29.0775, 31.3693, -0.0436, -0.158, 0.1465
Si, 7.1263, 7.0073, 30.4926, -0.0613, -0.0535, 0.4271
Si, 5.3167, 7.994, 28.1639, 0.0803, 0.2086, 0.3624
Si, 12.7908, 13.2947, 28.424, 0.0944, -0.3469, 0.4865
Si, 2.9039, 14.2661, 30.8526, -0.0106, -0.0161, 0.3934
Si, 3.0862, 14.739, 27.7292, -0.0066, -0.0096, 0.2239
Si, 1.8291, 21.5564, 29.0797, -0.0069, 0.0607, 0.3406
Si, 15.3316, 20.7875, 30.1203, 0.0617, 0.0088, 0.1962
Si, 2.0467, 27.1707, 28.164, 0.2147, -0.0277, -0.0049
Si, 15.8627, 28.4248, 29.0336, 0.0752, 0.2056, 0.3052
Si, 3.4032, 29.3622, 33.0172, 0.0151, -0.0743, 0.0444
Si, 9.3176, 30.3668, 28.3685, 0.2278, 0.0467, 0.5478
Si, 6.832, 0.7662, 29.7009, -0.0215, -0.0128, 0.3654
Si, 8.8195, 4.4257, 30.4699, -0.0985, -0.0292, 0.3154
Si, 13.6462, 11.1152, 28.0361, -0.4778, 0.7167, 0.3205
Si, 9.7847, 12.7992, 28.4635, -0.3071, 0.2041, 0.1732
Si, 7.1121, 13.8897, 28.9817, -0.0762, -0.0211, 0.3847
Si, 5.6129, 21.2474, 31.8007, 0.0002, 0.1753, 0.1069
Si, 7.8701, 20.138, 27.9818, 0.083, -0.0281, 0.4438
Si, 8.3697, 24.712, 29.4528, -0.1595, -0.0604, 0.3828
Si, 1.8556, 23.9187, 32.5472, 0.0347, 0.0585, 0.113
Si, 5.8741, 3.2024, 30.7222, 0.0008, 0.0298, 0.398
Si, 11.7753, 31.6367, 28.7135, -0.039, -0.0641, 0.3835
Si, 5.0602, 1.9833, 36.0013, -0.0319, 0.068, -0.1323
Si, 11.611, 4.6443, 29.1283, -0.0915, -0.2199, 0.3866
Si, 13.8275, 8.4055, 28.95, -0.7402, -0.5508, -0.0907
Si, 9.2988, 9.7289, 28.5346, -0.0733, -0.1761, 0.2755
Si, 10.8485, 16.5816, 28.3213, 0.0556, 0.004, 0.4257
Si, 8.908, 18.4599, 32.4586, -0.0107, -0.0977, 0.1161
Si, 13.2314, 15.8752, 29.9011, -0.0005, 0.1402, 0.1584
Si, 13.6955, 24.651, 28.4343, -0.0445, -0.3633, 0.171
Si, 12.5415, 21.8153, 28.922, 0.0375, -0.1395, 0.2533
Si, 15.9688, 25.9132, 32.9013, 0.2018, -0.0702, 0.15
Si, 14.7712, 31.2458, 29.766, -0.1714, 0.1421, 0.3283
Si, 7.0956, 0.9823, 34.0194, -0.0738, -0.0499, -0.1098
Si, 5.4142, 4.9546, 36.0885, 0.0058, -0.17, -0.3652
Si, 4.3333, 4.6696, 33.1502, -0.1319, 0.0348, 0.0433
Si, 4.823, 7.3306, 32.4039, -0.0355, 0.2349, -0.0465
Si, 0.9026, 11.4424, 34.3256, 0.1638, 0.061, -0.0061
Si, 5.8191, 14.5186, 31.5971, -0.0343, 0.029, 0.3081
Si, 1.7405, 17.1336, 31.6454, 0.0762, 0.0333, 0.148
Si, 0.5931, 17.8065, 34.5665, -0.0243, 0.1513, -0.2484
Si, 5.7776, 24.1747, 30.7743, -0.0065, 0.0216, 0.1946
Si, 12.4498, 26.913, 33.2278, -0.1885, 0.1444, 0.005
Si, 0.8744, 32.6958, 28.8937, -0.1267, -0.1348, 0.4473
Si, 5.3984, 2.7994, 28.0052, -0.2958, 0.0316, 0.3236
Si, 9.0254, 3.2153, 33.3129, -0.1731, -0.1522, -0.0773
Si, 8.2743, 9.5406, 32.0617, 0.0139, 0.0691, 0.2621
Si, 13.8157, 8.2528, 31.8789, 0.0024, 0.0206, 0.43
Si, 6.9077, 10.9642, 30.0237, -0.167, 0.1069, 0.5001
Si, 10.1925, 13.817, 33.3543, -0.022, -0.0774, -0.013
Si, 10.6259, 16.1238, 31.3045, -0.0767, -0.0157, 0.315
Si, 8.4607, 21.2726, 32.8996, -0.0136, 0.0089, 0.0397
Si, 8.7446, 23.6758, 35.047, -0.1203, 0.1673, -0.2494
Si, 6.1367, 25.377, 35.9742, -0.0202, 0.1137, -0.3364
Si, 1.5424, 27.3583, 34.5735, 0.1592, -0.0255, -0.0349
Si, 6.5861, 30.552, 29.0526, -0.0156, -0.0245, 0.4662
Si, 12.5709, 32.3368, 34.2225, 0.0953, -0.012, -0.1688
Si, 14.0814, 3.3031, 30.7199, 0.0616, -0.2994, 0.2795
Si, 11.5509, 7.6716, 28.7163, 0.3809, 0.3523, 0.0314
Si, 15.4619, 13.2558, 35.6701, 0.1909, 0.0876, -0.5302
Si, 14.821, 19.4515, 35.5701, 0.0171, 0.0675, -0.2304
Si, 8.5436, 14.5243, 35.6687, -0.0913, 0.0271, -0.2804
Si, 15.7246, 17.6957, 29.6063, 0.0249, 0.1616, 0.3529
Si, 9.6637, 21.9925, 29.9606, -0.0055, 0.0532, 0.3115
Si, 14.4697, 26.2944, 31.0131, 0.1346, 0.042, 0.3699
Si, 0.4719, 0.6228, 33.2836, 0.0893, -0.0355, 0.0443
Si, 5.0658, 31.5965, 32.7455, 0.0057, 0.0451, 0.1299
Si, 2.8513, 9.8128, 35.9212, 0.0632, 0.1198, -0.2571
Si, 0.7768, 4.3887, 35.5857, 0.2414, -0.1413, -0.2202
Si, 1.6712, 11.5022, 31.4818, 0.2402, -0.0348, 0.1771
Si, 4.0591, 9.6116, 30.4699, -0.0471, 0.1514, 0.336
Si, 3.5779, 16.0682, 37.3264, 0.1868, 0.1233, -0.4499
Si, 4.1127, 13.1402, 37.7123, -0.0414, -0.1027, -0.3339
Si, 0.5695, 21.2879, 32.5484, -0.1664, -0.12, 0.0187
Si, 2.8827, 19.8373, 31.5495, 0.0923, -0.0548, 0.172
Si, 2.2977, 31.6187, 31.5852, 0.1271, -0.014, 0.2193
Si, 7.4787, 30.8898, 37.6623, -0.0971, -0.1157, -0.3152
Si, 9.5637, 0.5176, 28.7067, 0.0235, -0.0274, 0.3679
Si, 9.8381, 0.8641, 34.8618, 0.0329, -0.1318, -0.2534
Si, 5.2244, 11.302, 35.3864, 0.0629, 0.0292, -0.3376
Si, 9.2529, 6.1426, 34.3677, 0.0081, 0.0633, -0.2164
Si, 9.9048, 18.3476, 38.0753, 0.0572, 0.0746, -0.1936
Si, 2.9346, 24.5426, 29.8021, 0.2293, -0.2168, 0.2711
Si, 7.5119, 26.4517, 31.7814, -0.104, -0.0893, 0.064
Si, 9.6457, 26.3536, 34.089, -0.1899, -0.0197, -0.1868
Si, 14.7837, 4.0087, 33.8181, 0.0635, -0.0354, -0.0837
Si, 14.9122, 0.7609, 38.1811, 0.1646, 0.0158, 0.059
Si, 10.8949, 8.3987, 33.0487, -0.179, -0.0267, 0.1379
Si, 2.5904, 2.6116, 34.3536, 0.0054, -0.0844, 0.0858
Si, 13.2259, 12.6594, 33.7913, -0.1456, 0.1193, -0.08
Si, 15.2407, 10.9968, 32.3757, 0.2527, 0.1146, 0.2164
Si, 15.1718, 22.1192, 34.8619, -0.109, 0.0024, -0.2045
Si, 12.8905, 17.9147, 37.3825, 0.0732, 0.1866, -0.3616
Si, 4.9269, 18.1681, 35.4196, 0.0622, 0.0855, -0.2225
Si, 10.9151, 27.6154, 36.6139, -0.1045, 0.2228, -0.3508
Si, 12.7108, 29.4263, 35.1188, -0.2147, 0.0703, -0.1072
Si, 16.1803, 5.6634, 38.1371, 0.1485, 0.2851, -0.4874
Si, 4.8614, 32.2626, 37.5728, -0.104, 0.0727, -0.1875
Si, 15.1157, 11.0194, 37.8772, 0.0208, 0.2168, -0.2724
Si, 4.4489, 6.7203, 38.0767, -0.0996, -0.2055, -0.1336
Si, 5.2723, 9.574, 37.6199, -0.0629, 0.1615, -0.4363
Si, 0.4561, 15.757, 36.8749, -0.0431, 0.2182, -0.4658
Si, 6.1163, 17.4081, 32.6962, -0.0141, -0.1164, 0.0749
Si, 4.4081, 23.6813, 37.7452, -0.0042, 0.1952, -0.3473
Si, 6.8693, 19.0799, 30.3531, -0.0957, -0.0683, 0.2268
Si, 3.5681, 29.7184, 37.561, -0.0321, 0.0791, -0.2492
Si, 3.3364, 24.7602, 35.1194, 0.0824, 0.2348, -0.2577
Si, 9.3092, 0.5911, 37.8616, -0.0675, -0.0583, -0.0725
Si, 14.2767, 0.5484, 31.8064, -0.074, -0.0343, 0.0051
Si, 7.0772, 8.086, 34.2315, -0.0222, -0.0217, -0.1525
Si, 7.8866, 6.8631, 36.7181, -0.0439, -0.0331, -0.1948
Si, 10.4387, 12.7051, 37.0066, -0.1924, -0.1175, -0.4342
Si, 11.661, 10.5168, 35.2843, 0.0146, -0.0012, -0.2617
Si, 7.4671, 17.2915, 36.8664, -0.0607, -0.0856, -0.4129
Si, 6.196, 28.2615, 37.1908, -0.0126, -0.0772, -0.2854
Si, 13.9473, 24.7925, 34.6802, 0.1159, 0.0469, 0.043
Si, 12.6204, 25.2731, 37.3066, 0.0699, -0.0241, -0.3079
Si, 1.0524, 7.1777, 35.9612, 0.0438, -0.0158, -0.4216
Si, 14.7837, 1.2381, 35.3159, -0.0383, -0.0785, -0.3524
Si, 13.3268, 8.6705, 36.927, 0.0219, 0.1103, -0.4127
Si, 14.6051, 6.949, 34.5781, 0.0723, -0.1321, -0.0564
Si, 12.3998, 14.8857, 37.9502, 0.0392, 0.2123, -0.213
Si, 7.3568, 12.8384, 33.6427, -0.0465, -0.0212, 0.0276
Si, 2.5253, 19.5745, 36.4093, 0.1322, -0.0671, -0.4671
Si, 9.9625, 23.5366, 37.8476, -0.1264, -0.2123, 0.0756
Si, 0.3059, 21.2631, 37.0548, -0.2402, -0.0067, -0.4829
Si, 14.6262, 30.4394, 37.4814, 0.0959, -0.0594, -0.3762
Si, 0.6083, 28.6654, 37.1303, 0.2029, 0.0138, -0.1924
O, 16.2794, 0.6667, 39.0655, 0.0372, 0.2343, 0.2161
O, 1.5661, 31.5067, 39.681, -0.2654, -0.3784, 0.4888
O, 1.8508, 3.6433, 39.6928, -0.572, 0.7518, 0.1252
O, 3.8066, 1.5898, 39.8789, 0.1984, -0.2714, 0.4149
O, 14.5359, 8.3954, 0.0243, -0.1221, 0.152, -0.1722
O, 14.6938, 6.0628, 38.7414, -0.0344, -0.3572, 0.0939
O, 3.1436, 7.3122, 38.8295, 0.015, 0.2499, 0.1954
O, 1.5884, 9.2511, 39.7361, 0.023, 0.0912, 0.2246
O, 14.2551, 11.6621, 39.1368, 0.0238, -0.1212, 0.1581
O, 0.2087, 10.9232, 38.4982, -0.052, 0.1911, 0.1746
O, 4.9549, 12.3541, 38.8824, 0.0115, -0.2338, 0.1793
O, 2.5308, 13.0798, 38.2091, -0.1996, 0.1114, 0.2904
O, 0.0114, 16.3389, 38.3388, -0.0543, 0.1437, 0.4452
O, 16.0017, 14.4024, 36.6605, -0.2344, 0.122, 0.4174
O, 5.0743, 18.0435, 33.7896, -0.175, -0.1279, 0.0626
O, 3.5838, 17.0136, 38.6767, 0.1349, 0.0106, 0.1615
O, 2.3673, 19.1582, 37.9945, 0.3359, -0.0834, 0.3905
O, 0.4767, 21.5747, 38.6293, 0.1656, 0.1834, 0.3198
O, 5.0751, 22.2611, 38.2612, -0.0395, -0.2805, 0.3546
O, 3.5299, 24.196, 38.9979, -0.2513, 0.2051, 0.1728
O, 1.5227, 25.9046, 39.4372, 0.2463, -0.1214, 0.2811
O, 0.1025, 27.7638, 38.3998, -0.2976, -0.3625, 0.5351
O, 3.6209, 31.2995, 37.1273, -0.0685, 0.0585, 0.1074
O, 3.6162, 29.6939, 39.2022, -0.2125, -0.1139, 0.319
O, 5.1459, 32.2946, 39.1613, -0.1487, -0.2614, 0.2066
O, 7.3471, 30.6891, 39.2732, 0.0124, 0.2634, 0.1996
O, 10.6088, 0.4262, 38.8293, -0.0543, 0.2712, 0.3094
O, 8.2872, 1.5958, 38.6944, -0.0391, -0.0243, 0.0661
O, 5.2095, 5.7211, 39.0859, -0.0492, -0.147, -0.1225
O, 6.9044, 3.7584, 39.5486, 0.105, 0.3083, 0.3314
O, 8.1387, 7.3568, 38.2427, -0.2251, 0.0099, 0.3266
O, 7.3012, 8.1214, 35.8354, -0.092, 0.2397, 0.0364
O, 5.9676, 9.9912, 39.0342, 0.1925, -0.3281, -0.2279
O, 5.3799, 7.9624, 37.5944, 0.2187, -0.1083, -0.1388
O, 8.9829, 13.4468, 36.8306, -0.0788, 0.1653, 0.382
O, 7.6659, 14.7477, 39.5039, 0.2906, -0.2042, -0.2785
O, 6.7376, 16.973, 38.29, -0.101, -0.1669, 0.0408
O, 5.3852, 15.8391, 0.3411, -0.2036, -0.2289, -0.1544
O, 9.3723, 19.6218, 38.9157, 0.1864, -0.1924, 0.0444
O, 8.832, 18.1621, 36.8817, 0.1804, 0.1634, 0.1571
O, 7.6743, 17.6368, 33.176, 0.1545, 0.1925, -0.1294
O, 7.0128, 20.6816, 39.3154, -0.1252, -0.2695, 0.5475
O, 7.0611, 25.9485, 39.7586, 0.0333, 0.0084, 0.1808
O, 5.8753, 27.9035, 38.7444, 0.2226, -0.0324, 0.382
O, 4.7636, 28.9377, 36.7587, 0.0692, 0.3157, -0.0747
O, 5.6628, 24.6719, 37.3721, -0.1994, -0.0788, 0.327
O, 9.3652, 29.018, 39.7952, 0.1474, -0.0378, 0.0005
O, 14.4677, 32.0346, 37.7996, -0.2931, 0.0302, 0.0623
O, 12.243, 31.4187, 39.685, 0.0234, -0.2962, 0.1998
O, 13.7873, 1.6394, 38.9873, -0.257, 0.3026, 0.1191
O, 0.5055, 7.0255, 37.5068, -0.0082, -0.3162, 0.2636
O, 10.0375, 6.0746, 39.4464, -0.103, 0.2461, 0.0009
O, 12.152, 3.9014, 39.4887, -0.0587, 0.1974, 0.5791
O, 14.6269, 9.5409, 37.3965, 0.02, -0.1066, 0.3406
O, 12.8187, 7.7627, 38.1775, -0.2204, 0.2059, 0.1024
O, 10.5449, 11.7885, 38.3414, -0.1272, 0.1783, 0.1487
O, 12.1566, 9.7501, 36.6196, -0.159, -0.0224, 0.1902
O, 13.7112, 14.0799, 38.4498, 0.2146, -0.08, -0.0923
O, 11.5613, 13.8976, 36.9597, 0.0104, 0.1808, 0.079
O, 11.6003, 15.1769, 39.3335, 0.0567, -0.2065, 0.2823
O, 9.8509, 17.0747, 39.1064, -0.2647, -0.3722, 0.0602
O, 12.2933, 20.5408, 39.5392, 0.2036, -0.0166, 0.2034
O, 13.7143, 18.4209, 38.6988, 0.2469, 0.2378, 0.2985
O, 14.343, 23.3052, 34.1388, 0.0356, -0.0978, 0.1938
O, 10.5034, 22.2857, 38.7327, 0.055, 0.1229, 0.2719
O, 11.2241, 24.4833, 37.492, -0.1303, 0.223, 0.1262
O, 15.0317, 23.3246, 39.3985, 0.063, 0.1759, 0.4901
O, 10.4991, 27.5607, 38.1856, 0.1873, -0.2313, 0.5132
O, 13.3503, 25.3653, 38.756, -0.2137, 0.0279, 0.3445
O, 16.1895, 30.0701, 37.1949, -0.0253, 0.2385, -0.0151
O, 14.059, 29.6745, 38.8077, -0.0623, -0.2337, 0.446
O, 0.7874, 3.6899, 27.6669, -0.0831, -0.0718, -0.4197
O, 5.2084, 3.8741, 32.0275, 0.211, -0.3307, -0.1847
O, 5.1718, 32.6721, 26.3653, 0.1218, 0.1014, 0.0586
O, 4.1211, 2.1887, 27.1653, -0.1822, -0.1505, -0.433
O, 0.556, 10.679, 26.4161, -0.4457, 0.1316, -0.5028
O, 2.507, 8.5702, 26.3725, -0.1325, -0.0614, -0.1624
O, 5.53, 7.9065, 33.7637, 0.1927, -0.1485, 0.0607
O, 4.4815, 6.9446, 27.2329, -0.2557, -0.3231, -0.2484
O, 1.5156, 14.8838, 27.2943, 0.3073, -0.2389, 0.1316
O, 3.2165, 14.421, 29.2867, 0.3075, 0.0938, -0.2617
O, 3.6754, 13.4897, 26.8442, 0.0006, -0.3817, -0.154
O, 5.1171, 11.2429, 26.4191, 0.2481, -0.0323, -0.5774
O, 0.0759, 22.222, 26.5351, -0.0555, 0.0104, 0.2665
O, 2.0956, 20.9732, 27.567, 0.0222, 0.1005, -0.436
O, 3.8508, 16.1898, 27.526, -0.0692, -0.3356, 0.1078
O, 2.6358, 20.5482, 30.0958, 0.1896, 0.1452, -0.3941
O, 15.4308, 29.7791, 29.8319, 0.2781, -0.2734, -0.1559
O, 1.1398, 26.5216, 26.9585, -0.2587, -0.3058, 0.0426
O, 4.8797, 22.3829, 26.3521, 0.1891, -0.074, -0.1263
O, 2.8896, 24.528, 26.3002, 0.1555, -0.1311, -0.3342
O, 1.4682, 32.3057, 27.4343, -0.0565, -0.3214, -0.3789
O, 0.7699, 1.5039, 29.1341, 0.0849, -0.065, 0.2623
O, 3.3839, 27.9081, 27.5237, 0.3078, 0.1631, -0.1321
O, 1.1707, 32.1003, 32.6786, 0.1563, -0.0131, -0.1797
O, 6.2418, 3.9493, 27.1993, 0.1894, -0.1471, 0.0951
O, 7.3526, 3.745, 30.243, -0.1083, 0.2523, -0.3295
O, 8.8535, 0.6217, 25.5737, 0.1877, 0.1325, -0.1023
O, 9.6178, 1.8025, 27.7075, -0.0457, 0.3749, -0.1952
O, 9.9319, 11.2089, 28.787, 0.0517, -0.1559, 0.1561
O, 6.1432, 9.0215, 27.2039, 0.2203, -0.1011, 0.2883
O, 10.3355, 8.6758, 29.2866, -0.0677, -0.13, 0.1027
O, 8.7609, 6.6233, 25.9462, -0.2783, -0.3875, -0.1939
O, 4.7817, 18.3625, 26.1106, 0.3728, 0.4519, -0.2553
O, 6.7845, 14.5026, 27.5086, -0.2544, 0.4531, -0.5691
O, 10.9394, 11.2339, 25.9445, 0.002, -0.1365, -0.0532
O, 9.2512, 12.923, 26.9298, -0.2494, 0.3214, -0.2688
O, 6.7449, 21.1904, 27.4956, 0.0416, -0.1804, -0.0404
O, 6.8309, 20.9788, 32.8695, -0.0638, 0.106, 0.0924
O, 8.4706, 19.5176, 26.5967, -0.122, -0.2905, -0.1538
O, 10.17, 17.4513, 32.1865, 0.0463, -0.0326, -0.1257
O, 8.2354, 25.4284, 27.9891, -0.0907, 0.4359, -0.3573
O, 6.2308, 25.398, 31.7854, 0.0226, -0.1374, 0.122
O, 10.5066, 22.285, 26.3473, -0.2465, 0.3843, 0.118
O, 6.4213, 25.0204, 26.0001, -0.3797, -0.019, -0.7978
O, 9.0745, 31.9451, 27.9327, -0.3221, -0.0592, -0.4536
O, 6.4619, 30.6217, 27.4324, 0.1388, 0.0162, -0.3259
O, 11.0782, 27.4014, 26.6295, 0.0948, -0.1341, -0.2363
O, 9.2527, 29.3234, 27.135, -0.2754, -0.3278, -0.1702
O, 12.0316, 4.2749, 27.591, 0.3875, 0.0167, -0.5845
O, 13.9233, 6.6719, 25.6771, 0.0814, -0.1903, 0.0339
O, 15.1086, 1.9562, 27.5294, -0.3115, -0.142, -0.1623
O, 4.4843, 28.4748, 32.1368, -0.0186, -0.0675, 0.0324
O, 13.9975, 10.0337, 29.2047, 0.5649, 0.3017, 0.2935
O, 12.8301, 10.063, 27.0385, -0.1294, -0.2644, 0.3384
O, 14.8791, 7.8622, 27.7891, 0.0511, 0.2874, 0.0912
O, 16.2883, 5.8756, 26.6681, 0.0697, -0.0388, -0.3048
O, 12.2662, 16.0086, 31.2313, 0.2199, -0.0475, 0.0472
O, 10.7748, 15.5397, 27.0464, 0.001, 0.0436, -0.1711
O, 14.9204, 11.8627, 27.3222, 0.2889, 0.1303, 0.1359
O, 14.0687, 17.4792, 26.0236, 0.027, -0.0116, -0.1945
O, 10.1579, 17.9178, 27.7005, -0.0186, 0.2289, -0.0468
O, 12.3742, 20.8665, 27.5834, -0.0745, 0.0026, -0.3004
O, 15.9604, 17.5975, 27.9968, 0.2928, -0.1133, -0.4528
O, 16.2979, 16.2489, 25.7679, 0.0845, 0.2221, -0.0027
O, 12.9465, 25.7443, 27.4684, -0.0152, 0.0048, -0.0279
O, 15.1447, 24.248, 27.7435, -0.0322, -0.1036, -0.1524
O, 12.6879, 23.3676, 28.4745, -0.1105, 0.2274, -0.0347
O, 14.0652, 23.0267, 25.7284, 0.1331, -0.2198, 0.0745
O, 11.8257, 31.9212, 27.1093, -0.0788, 0.1819, -0.1962
O, 13.2437, 31.2815, 29.2434, -0.0253, 0.1319, -0.2088
O, 13.6242, 30.1325, 26.4767, 0.0869, -0.0303, -0.4403
O, 15.2793, 28.4128, 27.514, 0.0198, 0.1381, -0.4355
O, 15.7347, 32.1567, 28.8465, -0.0546, 0.2006, -0.4259
O, 4.8843, 3.4311, 29.4289, -0.1268, -0.2904, -0.3682
O, 4.0258, 8.5531, 31.7076, -0.1579, 0.1745, 0.1953
O, 4.2062, 30.6076, 33.7767, -0.1321, 0.1092, -0.1334
O, 15.3795, 3.4747, 29.7184, 0.2408, 0.3106, -0.1611
O, 3.7735, 6.1481, 32.7477, -0.1669, -0.2668, -0.0699
O, 7.7528, 9.9542, 29.0443, 0.2333, 0.0361, -0.0982
O, 6.4698, 7.2016, 29.0163, 0.1538, -0.1918, -0.294
O, 15.986, 10.6147, 33.8041, -0.2091, -0.3462, 0.1584
O, 12.9406, 13.9284, 26.8975, 0.1411, -0.3283, 0.112
O, 4.312, 13.9084, 31.5866, -0.1079, -0.0798, -0.2317
O, 1.8598, 13.0433, 31.018, 0.0855, 0.066, -0.3219
O, 1.0669, 17.2087, 33.1344, -0.0608, 0.0926, 0.1688
O, 2.299, 15.6228, 31.4944, 0.1087, 0.05, -0.0908
O, 2.9829, 18.2002, 31.455, 0.1628, 0.0449, 0.1132
O, 4.2139, 20.5141, 32.2342, -0.1148, -0.0421, 0.0855
O, 0.211, 21.4271, 29.3382, -0.0312, 0.1964, -0.3564
O, 15.6001, 21.0831, 31.7032, 0.0851, 0.0103, 0.0928
O, 2.457, 25.8976, 29.077, 0.1894, 0.1734, -0.2643
O, 0.3736, 24.4906, 32.8587, -0.2585, 0.0146, -0.2702
O, 12.6891, 25.4175, 33.8646, -0.0496, -0.1629, -0.0186
O, 1.0911, 28.2313, 28.9672, 0.1609, 0.2936, 0.1042
O, 2.6746, 30.1728, 26.4763, -0.3311, 0.23, -0.1037
O, 5.5831, 29.4686, 29.7762, -0.1193, 0.187, -0.2257
O, 8.1079, 30.0235, 29.4108, 0.126, -0.2596, -0.2847
O, 6.3012, 32.0395, 29.6757, 0.1133, -0.0662, -0.2786
O, 6.4369, 1.5493, 28.3156, -0.0401, 0.2312, -0.2985
O, 7.5937, 2.3746, 33.247, 0.1753, -0.1546, -0.1448
O, 9.4149, 3.7761, 31.8439, -0.0823, -0.129, -0.3383
O, 8.4546, 0.1351, 34.3437, 0.0772, 0.0856, -0.0852
O, 9.1588, 9.1228, 27.0071, -0.2321, -0.1824, -0.1322
O, 11.2202, 13.4155, 28.8834, -0.11, -0.0604, 0.0805
O, 7.863, 10.9828, 31.3947, -0.0313, 0.0499, -0.0591
O, 6.4044, 14.8582, 30.1095, 0.1349, 0.2208, -0.3779
O, 5.9195, 18.0454, 31.1904, -0.0874, -0.0194, -0.2109
O, 8.7125, 13.7155, 29.2915, 0.1765, 0.2752, 0.1669
O, 4.1003, 19.513, 35.9072, -0.046, -0.0507, 0.3025
O, 9.2396, 19.856, 33.2785, -0.1395, -0.0869, -0.0701
O, 6.1501, 20.5571, 30.4183, 0.0759, -0.0326, -0.4742
O, 8.9169, 20.9641, 28.9284, -0.1702, -0.0575, -0.3434
O, 7.3482, 24.5057, 35.3087, -0.0283, -0.1877, 0.3552
O, 7.0281, 23.8436, 29.7964, 0.0357, -0.0266, -0.0466
O, 2.8482, 23.8763, 33.8367, -0.2031, -0.0151, -0.0288
O, 8.4663, 0.8097, 29.8966, -0.0891, -0.2944, -0.0791
O, 2.3871, 30.0066, 31.8902, -0.028, -0.0125, 0.1001
O, 13.5325, 0.184, 35.3637, 0.0315, 0.0124, 0.1622
O, 11.0465, 0.1785, 29.353, -0.1538, -0.0748, -0.2728
O, 1.7707, 32.0116, 30.09, 0.16, 0.1417, -0.4247
O, 14.4351, 3.9277, 32.2149, 0.0043, 0.2196, 0.104
O, 10.037, 4.176, 29.4046, 0.1386, 0.2229, -0.2861
O, 11.0881, 7.2769, 27.181, 0.1942, -0.4343, 0.1155
O, 11.6266, 6.2363, 29.4982, -0.1873, -0.2318, -0.1252
O, 8.4303, 6.0268, 30.5103, 0.262, 0.1974, -0.2894
O, 14.2625, 9.7972, 31.9936, -0.0654, -0.0245, -0.3
O, 10.0797, 16.2529, 29.7488, 0.0129, 0.2605, -0.448
O, 13.5496, 14.3106, 29.4988, 0.0178, -0.0014, -0.2994
O, 9.8464, 14.735, 34.6777, -0.0597, -0.01, 0.0779
O, 10.0345, 14.7823, 32.0378, -0.1248, 0.0575, -0.1663
O, 14.6449, 16.6134, 30.1575, -0.065, -0.0154, -0.0625
O, 12.4463, 16.6826, 28.689, 0.1126, 0.1276, -0.137
O, 9.0476, 21.8429, 31.4776, 0.133, 0.3524, -0.1266
O, 11.2623, 21.631, 29.9351, 0.1475, -0.2233, -0.1985
O, 13.9105, 21.4347, 29.7157, 0.1037, 0.02, 0.1497
O, 8.5316, 25.8877, 30.6053, 0.2495, 0.0877, -0.1966
O, 15.2629, 27.2661, 29.9875, 0.2614, 0.1736, -0.2304
O, 9.7433, 27.0607, 35.5802, -0.0068, -0.2563, 0.346
O, 15.6962, 1.1979, 32.3133, 0.1363, 0.366, -0.0189
O, 14.6892, 31.8798, 31.2576, 0.1549, -0.2341, -0.2185
O, 6.496, 1.5023, 35.4332, 0.0161, -0.2217, -0.0144
O, 6.1417, 30.5387, 32.0665, 0.2238, -0.0939, 0.0838
O, 5.8961, 6.5405, 31.4545, 0.085, 0.0185, -0.0497
O, 5.2396, 3.4451, 36.6783, -0.1814, -0.0347, 0.0897
O, 2.9565, 3.8742, 33.4154, -0.0027, -0.1593, -0.1243
O, 2.2014, 8.3171, 35.743, 0.2259, -0.268, 0.2166
O, 4.1747, 8.7627, 29.0814, 0.2287, -0.4027, -0.5389
O, 6.8555, 5.5904, 36.5306, -0.0645, 0.0435, 0.0167
O, 1.9903, 11.4473, 33.0988, -0.1692, 0.0733, -0.1185
O, 0.0672, 11.1781, 31.284, -0.1063, 0.1329, -0.0729
O, 4.4852, 14.7362, 37.5902, 0.1636, 0.0717, 0.1355
O, 4.0245, 10.2853, 34.8437, -0.1052, 0.0489, -0.0846
O, 3.4616, 14.195, 0.2928, 0.056, 0.0007, 0.1371
O, 0.0616, 16.6516, 35.5775, 0.0779, -0.3463, 0.2896
O, 5.8111, 15.8255, 32.5598, -0.0735, 0.1219, 0.2851
O, 6.2465, 11.7333, 34.1834, -0.1343, -0.2836, -0.1619
O, 2.3199, 23.1269, 29.228, -0.2293, -0.1922, -0.1567
O, 2.5501, 24.7695, 31.3722, 0.1816, 0.0243, -0.0048
O, 4.8622, 25.3459, 34.9318, 0.0438, 0.2714, -0.1863
O, 4.5264, 0.9594, 37.1155, -0.0912, 0.075, -0.0435
O, 3.8424, 32.208, 31.7932, -0.0164, -0.0734, 0.0674
O, 5.3003, 4.8214, 34.4616, 0.1208, -0.1051, 0.2716
O, 10.1263, 2.1854, 33.9357, 0.1099, -0.0202, -0.0973
O, 11.0343, 32.6331, 34.5963, -0.2608, -0.1241, -0.1384
O, 9.1044, 4.5347, 34.2575, 0.0966, 0.1702, 0.0599
O, 7.7053, 9.4527, 33.5909, -0.269, -0.0893, -0.1568
O, 9.8497, 9.197, 32.0834, -0.1103, -0.1698, -0.3283
O, 12.2153, 8.2046, 32.1504, 0.0463, 0.2087, -0.1704
O, 7.5517, 8.4149, 31.1585, -0.2131, -0.1888, -0.2833
O, 6.5732, 12.3575, 29.2491, -0.0343, -0.2724, -0.4437
O, 15.6934, 18.778, 34.3534, 0.075, 0.1761, -0.0851
O, 9.0072, 12.6274, 33.374, -0.0246, -0.1257, 0.0417
O, 7.2764, 13.9604, 34.8172, -0.0571, 0.2211, 0.2587
O, 9.5487, 23.5761, 29.5084, 0.2402, 0.079, -0.4061
O, 7.1579, 18.866, 28.7665, 0.1365, 0.1894, -0.2367
O, 9.7826, 24.741, 34.3581, 0.1905, 0.0049, -0.0868
O, 8.6226, 22.412, 34.0365, 0.1018, -0.1148, 0.1184
O, 10.8183, 26.988, 33.1339, 0.1293, 0.042, -0.0122
O, 8.8236, 24.3351, 38.6957, -0.2959, -0.1396, 0.1281
O, 8.2478, 26.5586, 33.2443, 0.0672, 0.1625, 0.0787
O, 6.9843, 27.962, 31.4666, 0.1293, 0.2355, 0.0577
O, 12.6096, 30.7116, 34.1154, 0.1103, -0.0995, -0.074
O, 6.0838, 1.5747, 30.9195, -0.1896, -0.036, -0.3527
O, 14.3063, 2.5963, 34.5188, -0.0957, -0.0226, -0.0037
O, 14.1518, 5.3534, 34.5414, 0.0625, 0.0219, 0.2078
O, 13.7231, 1.6906, 30.7927, 0.0988, -0.0544, -0.0382
O, 3.9836, 1.9077, 34.7778, 0.1587, 0.0884, -0.1397
O, 14.1943, 7.696, 30.4007, -0.0199, 0.019, -0.1081
O, 12.7253, 3.9878, 30.1412, -0.198, 0.2974, -0.0483
O, 0.3329, 12.9369, 34.6674, 0.0193, 0.2472, -0.0029
O, 14.0977, 13.6262, 34.8111, 0.0286, 0.279, 0.3423
O, 14.2532, 12.3186, 32.5431, 0.196, 0.1464, -0.0129
O, 13.6474, 18.4522, 36.046, 0.0111, -0.1203, 0.2542
O, 15.8378, 19.8703, 36.8026, -0.0744, -0.0946, 0.3946
O, 6.7723, 13.3861, 32.2418, -0.1727, -0.0364, -0.2277
O, 0.6845, 17.4396, 30.4485, -0.0718, -0.2417, -0.2571
O, 1.7988, 18.5816, 35.3329, 0.1286, -0.1727, 0.1667
O, 15.1846, 19.194, 29.9019, 0.1088, -0.2052, -0.1141
O, 15.1683, 25.8262, 34.3489, -0.1235, -0.1009, -0.0949
O, 13.9465, 25.0988, 30.004, -0.3556, -0.0617, -0.4615
O, 0.1009, 21.6855, 34.0283, -0.0531, 0.154, 0.1387
O, 13.0274, 28.1364, 34.1563, 0.1566, 0.0507, -0.0119
O, 11.3614, 29.0845, 36.0079, -0.0532, -0.0939, 0.0051
O, 1.6926, 1.6606, 33.4251, 0.2021, 0.0538, -0.341
O, 4.5634, 24.5399, 29.7643, -0.1192, 0.0756, -0.2776
O, 13.5975, 7.7613, 35.5816, -0.2307, 0.3167, 0.2268
O, 5.4323, 10.4856, 30.539, 0.2237, 0.2101, 0.0766
O, 2.7006, 10.5275, 30.6393, 0.0522, -0.1827, -0.0397
O, 4.1972, 5.8575, 36.7062, -0.253, 0.2829, 0.2298
O, 16.1723, 4.5541, 36.883, -0.3538, 0.0495, 0.322
O, 1.5882, 10.8225, 35.6681, 0.0029, 0.2277, 0.1338
O, 1.6906, 5.7424, 35.4939, 0.1443, 0.1364, 0.1195
O, 3.6405, 9.9215, 37.3776, 0.1318, -0.14, 0.308
O, 2.0787, 15.5938, 36.8918, -0.0353, -0.3476, 0.3254
O, 11.3852, 18.5462, 37.4481, -0.2832, 0.0314, -0.1748
O, 1.57, 22.4348, 31.9659, -0.0137, -0.1482, -0.0276
O, 1.5529, 19.9887, 32.5175, -0.0982, -0.0072, -0.1328
O, 8.361, 18.9923, 31.0158, 0.0613, -0.072, -0.4223
O, 4.1759, 16.8581, 36.0268, -0.0448, -0.0798, 0.0573
O, 0.4731, 27.9036, 35.687, -0.1437, 0.0095, -0.0394
O, 2.184, 29.0157, 37.1635, 0.0867, 0.1506, 0.0437
O, 3.4021, 23.7521, 36.4259, 0.1449, -0.1742, 0.1917
O, 2.2933, 26.0325, 35.2087, 0.0279, 0.0655, 0.1711
O, 7.4287, 29.3587, 37.0094, 0.1282, 0.1978, 0.0608
O, 10.8065, 30.3434, 29.0678, -0.0537, 0.0974, -0.2295
O, 5.9689, 0.0141, 33.3353, 0.16, -0.2131, -0.2119
O, 9.3007, 6.458, 35.9789, 0.1505, 0.2447, 0.308
O, 9.7287, 1.2843, 36.4391, 0.0926, 0.3322, 0.0933
O, 4.4859, 12.5262, 36.2187, -0.1736, 0.1294, 0.4107
O, 6.0787, 10.4121, 36.4662, -0.0948, -0.1657, 0.3843
O, 11.0152, 9.3863, 34.331, 0.0668, -0.2387, 0.14
O, 7.899, 6.7768, 33.684, -0.0882, -0.0727, -0.0981
O, 7.9593, 15.8889, 36.2463, -0.1716, 0.1466, 0.1824
O, 9.2987, 23.0495, 36.4424, 0.2159, -0.1002, 0.202
O, 5.3651, 22.8487, 31.6396, 0.1533, -0.1462, 0.2342
O, 2.6654, 28.4658, 34.138, -0.0812, -0.167, 0.3028
O, 13.157, 26.9921, 31.7507, 0.0886, 0.0982, -0.1929
O, 6.5418, 26.9431, 36.2718, 0.2242, 0.0352, -0.0379
O, 16.383, 4.1503, 34.1619, 0.2178, -0.0573, 0.0465
O, 13.0629, 0.2469, 32.8468, 0.0152, 0.2997, -0.2643
O, 16.0868, 0.4268, 34.6978, -0.2572, 0.1198, 0.127
O, 15.2035, 1.6111, 36.8302, 0.0746, -0.0379, 0.1311
O, 10.4816, 6.8934, 33.5848, 0.3125, 0.1309, -0.1309
O, 14.5456, 7.3816, 33.0205, -0.0352, -0.1178, -0.2698
O, 1.7863, 3.1005, 35.6993, -0.0947, 0.0615, 0.062
O, 16.1248, 7.3491, 35.0223, 0.1666, 0.0655, -0.1685
O, 12.906, 11.224, 34.5043, -0.0023, -0.4214, -0.0205
O, 11.7638, 13.3026, 33.37, 0.1646, -0.0343, 0.0299
O, 15.0963, 11.9587, 36.563, 0.0042, -0.1268, 0.2951
O, 10.6194, 11.6894, 35.7309, -0.229, 0.3045, 0.2516
O, 14.1592, 20.8329, 34.9866, 0.2827, -0.0661, 0.1997
O, 12.8019, 16.2907, 37.2332, 0.1686, -0.3914, 0.1743
O, 1.7919, 21.0377, 36.3694, 0.0185, 0.1223, 0.0345
O, 15.8402, 22.4672, 36.3292, -0.0029, 0.0913, 0.1567
O, 13.8712, 29.8408, 36.1722, -0.0035, -0.0836, 0.1106
O, 12.2773, 26.6992, 36.5908, 0.3814, -0.2053, -0.0675
O, 0.7154, 27.0628, 33.183, -0.2641, -0.0854, -0.271
O, 13.6552, 24.571, 36.2621, 0.1565, 0.1746, 0.0031
O, 6.239, 31.6693, 36.9392, 0.0189, -0.0728, -0.2684
O, 8.7662, 31.8829, 37.4682, 0.1973, 0.0126, 0.0472
O, 6.4481, 18.1941, 35.9843, 0.1444, 0.0533, 0.3563
Si, 16.3942, 32.7573, 5.598, -0.0953, -0.0702, 0.0267
Si, 2.7371, 2.7388, 5.6019, -0.0081, -0.0143, 0.0898
Si, 0.0437, 5.4251, 5.5143, -0.0254, 0.042, 0.0111
Si, 2.8137, 8.1787, 5.4402, 0.0644, 0.1306, -0.0674
Si, 0.0195, 10.8625, 5.3621, -0.0143, -0.0605, -0.0436
Si, 2.7684, 13.6459, 5.3718, 0.0124, 0.0026, 0.0146
Si, 0.0574, 16.3663, 5.3023, 0.024, 0.0271, -0.0765
Si, 2.7774, 19.1269, 5.3034, 0.0156, -0.0289, -0.0714
Si, 0.0932, 21.8058, 5.2977, -0.0466, 0.0549, -0.0644
Si, 2.7836, 24.5252, 5.3675, -0.0605, 0.0008, -0.0643
Si, 0.0235, 27.2935, 5.4486, 0.0084, -0.029, -0.0803
Si, 2.7264, 30.02, 5.6002, -0.0172, -0.0357, -0.0054
Si, 5.5177, 32.7516, 5.6392, -0.052, 0.0641, 0.0223
Si, 8.258, 2.7072, 5.6276, 0.0092, 0.0098, 0.0044
Si, 5.537, 5.4783, 5.5239, 0.0675, -0.0122, -0.0458
Si, 8.3109, 8.1242, 5.4041, 0.0013, 0.0001, -0.0855
Si, 5.5538, 10.8667, 5.3976, -0.0248, 0.0414, -0.0864
Si, 8.2887, 13.6051, 5.3663, -0.0328, 0.0336, -0.0201
Si, 5.4886, 16.4002, 5.3784, -0.0224, -0.0363, -0.005
Si, 8.2013, 19.1696, 5.4036, -0.0422, -0.0319, -0.008
Si, 5.4733, 21.8289, 5.3449, -0.012, 0.0137, -0.0534
Si, 8.245, 24.5807, 5.4695, 0.0598, 0.0667, 0.0407
Si, 5.5021, 27.2773, 5.4823, 0.0218, -0.0138, -0.0124
Si, 8.2383, 30.0277, 5.5621, 0.0023, -0.024, -0.0063
Si, 10.9724, 32.7317, 5.5558, -0.0688, -0.0386, -0.0271
Si, 13.657, 2.716, 5.5541, -0.0177, -0.0632, -0.0089
Si, 11.0239, 5.4542, 5.4394, 0.084, 0.0926, -0.0255
Si, 13.6929, 8.153, 5.386, 0.0147, -0.0255, -0.0374
Si, 10.9974, 10.8478, 5.3719, -0.0273, -0.0004, -0.0093
Si, 13.7498, 13.5968, 5.3907, 0.033, 0.0016, -0.009
Si, 11.0399, 16.3765, 5.4147, 0.0591, 0.1036, 0.0119
Si, 13.7747, 19.0873, 5.3172, -0.0596, 0.0079, -0.0903
Si, 10.9841, 21.8901, 5.3848, -0.0188, -0.0566, -0.0492
Si, 13.7288, 24.5788, 5.4122, -0.0056, -0.0332, -0.0582
Si, 11.019, 27.2836, 5.4811, -0.0244, 0.0704, -0.0317
Si, 13.6996, 30.0142, 5.5246, -0.0071, 0.0503, -0.0843
Si, 1.3687, 1.3423, 6.9292, 0.0806, -0.0313, -0.0214
Si, 4.1405, 4.1284, 6.8945, -0.0846, 0.0219, -0.0162
Si, 1.421, 6.8329, 6.8254, 0.0024, -0.061, -0.0194
Si, 4.1615, 9.5604, 6.8014, -0.036, -0.007, -0.0088
Si, 1.3829, 12.2736, 6.727, -0.0098, 0.0251, -0.0349
Si, 4.1225, 15.0268, 6.7436, 0.0066, 0.0041, 0.014
Si, 1.4114, 17.751, 6.6847, 0.0173, -0.0293, -0.0077
Si, 4.1108, 20.4813, 6.7305, 0.0016, 0.0009, -0.0353
Si, 1.403, 23.1775, 6.7323, 0.0456, -0.0041, 0.0034
Si, 4.1154, 25.8926, 6.798, 0.0764, -0.0141, -0.0178
Si, 1.3508, 28.6311, 6.8901, 0.0388, 0.0432, 0.0049
Si, 4.1054, 31.3925, 6.9439, 0.0214, 0.0175, -0.0139
Si, 6.8742, 1.3471, 6.9632, -0.0053, -0.0232, 0.0068
Si, 9.6531, 4.1246, 6.8743, -0.0497, -0.0553, -0.0111
Si, 6.9233, 6.8396, 6.8444, -0.0138, -0.0468, -0.0007
Si, 9.6261, 9.5284, 6.7832, 0.0375, 0.0005, -0.0247
Si, 6.8953, 12.2728, 6.7544, 0.0004, 0.0207, 0.0018
Si, 9.6387, 15.0005, 6.7441, 0.0234, -0.07, -0.0272
Si, 6.8504, 17.769, 6.7527, 0.0199, 0.0116, 0.0094
Si, 9.5985, 20.524, 6.7525, -0.0242, 0.0288, -0.0098
Si, 6.8424, 23.1854, 6.762, 0.0682, -0.028, -0.0317
Si, 9.6147, 25.9411, 6.8346, -0.047, -0.001, -0.0019
Si, 6.8516, 28.6435, 6.8774, 0.0209, 0.0137, -0.0265
Si, 9.6, 31.3896, 6.925, 0.0397, -0.0172, -0.0178
Si, 12.3073, 1.3356, 6.9098, 0.0034, 0.0517, -0.0109
Si, 15.0537, 4.0867, 6.8837, 0.0198, -0.009, -0.0048
Si, 12.3528, 6.8306, 6.8181, -0.0164, -0.0528, 0.0071
Si, 15.0559, 9.5297, 6.7612, 0.0227, 0.0359, -0.0074
Si, 12.3422, 12.2564, 6.7462, -0.0193, 0.0245, -0.0342
Si, 15.1052, 15.0113, 6.7219, 0.0353, -0.0647, -0.0156
Si, 12.3951, 17.7693, 6.7443, 0.0043, -0.0761, 0.0059
Si, 15.1139, 20.4717, 6.698, 0.0167, -0.0352, 0.0019
Si, 12.348, 23.2248, 6.7775, -0.0144, 0.0261, -0.0033
Si, 15.0717, 25.9268, 6.8112, 0.0343, -0.0105, 0.0267
Si, 12.337, 28.6536, 6.8777, 0.0046, -0.0191, 0.0158
Si, 15.0294, 31.3838, 6.9246, 0.0179, 0.0576, 0.0045
Si, 0.0031, 2.7257, 8.262, -0.0251, -0.0087, 0.0023
Si, 2.7449, 32.7848, 8.2772, 0.0098, 0.0205, 0.007
Si, 0.0278, 8.2029, 8.1644, 0.0106, 0.0178, -0.0066
Si, 2.7612, 5.49, 8.2339, 0.0256, -0.0032, 0.0126
Si, 0.0437, 13.6532, 8.115, 0.0187, 0.0355, 0.0229
Si, 2.7627, 10.9399, 8.1287, 0.0359, 0.0046, 0.0028
Si, 0.0551, 19.1093, 8.0877, -0.009, 0.0234, 0.007
Si, 2.7556, 16.4002, 8.1025, -0.0001, -0.0233, -0.0004
Si, 0.0456, 24.5425, 8.1398, -0.0552, 0.0031, -0.0145
Si, 2.7617, 21.8387, 8.1246, 0.0073, 0.0147, 0.0128
Si, 0.0106, 30.0198, 8.2594, 0.0053, 0.0194, -0.0053
Si, 2.7557, 27.2591, 8.196, -0.0794, -0.0277, -0.0004
Si, 5.4882, 2.7446, 8.2632, 0.0037, -0.0413, -0.0056
Si, 8.2425, 32.7709, 8.2855, -0.0056, 0.0447, 0.0113
Si, 5.524, 8.2087, 8.1847, 0.0002, 0.0197, -0.0064
Si, 8.2607, 5.4744, 8.2283, -0.0049, 0.0183, -0.0095
Si, 5.5064, 13.6593, 8.1058, 0.0056, 0.0079, -0.0153
Si, 8.2528, 10.9166, 8.1409, 0.0011, 0.0279, -0.0122
Si, 5.4779, 19.1288, 8.1189, 0.006, -0.0274, 0.0058
Si, 8.2442, 16.3885, 8.0919, -0.037, -0.0025, -0.0022
Si, 5.4957, 24.5484, 8.1615, -0.0223, 0.0359, 0.0021
Si, 8.223, 21.8539, 8.1435, -0.0092, -0.0096, 0.0226
Si, 5.4905, 30.0119, 8.2538, -0.0415, -0.0102, 0.0177
Si, 8.2414, 27.2911, 8.2171, 0.0252, 0.0428, 0.0212
Si, 10.9659, 2.7343, 8.2564, 0.0255, 0.0025, 0.0068
Si, 13.6749, 32.7767, 8.2681, -0.0307, -0.0464, -0.0019
Si, 10.979, 8.1923, 8.1835, -0.0196, -0.0091, -0.0073
Si, 13.6951, 5.4783, 8.2205, 0.0262, 0.0114, -0.0096
Si, 10.9889, 13.6396, 8.1228, -0.0347, 0.0066, 0.0223
Si, 13.7053, 10.9142, 8.1353, 0.0024, -0.0042, 0.0139
Si, 10.9859, 19.136, 8.0921, 0.0053, 0.0075, 0.0032
Si, 13.7374, 16.3813, 8.1045, -0.0272, 0.0386, 0.0192
Si, 10.9811, 24.5682, 8.1784, -0.0275, -0.002, 0.0035
Si, 13.732, 21.8321, 8.0991, -0.0372, 0.0122, -0.0199
Si, 10.9715, 30.016, 8.2561, -0.041, 0.0111, 0.0055
Si, 13.7152, 27.2845, 8.2112, -0.0117, 0.0376, -0.0093
Si, 1.3823, 4.1168, 9.5904, 0.0123, -0.0151, 0.0013
Si, 4.1134, 1.3696, 9.6111, -0.0203, 0.0053, 0.0167
Si, 1.3924, 9.5883, 9.5189, -0.0114, -0.0015, -0.0072
Si, 4.1394, 6.8654, 9.5679, -0.0111, -0.029, 0.0121
Si, 1.3943, 15.0381, 9.4846, 0.0084, -0.0147, 0.005
Si, 4.1277, 12.3162, 9.4944, -0.0219, 0.0136, 0.0058
Si, 1.391, 20.4795, 9.4894, 0.0118, -0.0063, 0.0014
Si, 4.1124, 17.7654, 9.4873, 0.0063, 0.0104, 0.0062
Si, 1.3786, 25.908, 9.5499, 0.0667, 0.0028, -0.0037
Si, 4.1132, 23.1992, 9.5208, 0.0259, -0.0037, -0.0066
Si, 1.371, 31.4073, 9.6119, 0.0154, -0.004, 0.0128
Si, 4.1015, 28.6438, 9.5812, 0.0575, 0.0148, 0.0028
Si, 6.8699, 4.1212, 9.5932, 0.0041, -0.0183, 0.0025
Si, 9.593, 1.3695, 9.6185, -0.0237, -0.0042, 0.0094
Si, 6.8751, 9.5891, 9.5407, -0.0227, -0.0095, 0.0054
Si, 9.6095, 6.8557, 9.5795, -0.0048, -0.0106, 0.0021
Si, 6.8654, 15.0392, 9.4764, 0.0143, -0.0171, 0.0058
Si, 9.6046, 12.3031, 9.5056, 0.0123, -0.007, 0.0053
Si, 6.8466, 20.488, 9.499, 0.0224, -0.0058, 0.0026
Si, 9.605, 17.7698, 9.4616, 0.0196, -0.0245, 0.0008
Si, 6.8489, 25.9235, 9.5496, 0.0335, -0.0082, -0.0114
Si, 9.5862, 23.2152, 9.5249, 0.0035, 0.0096, 0.0062
Si, 6.8478, 31.4019, 9.6117, 0.0179, -0.0047, 0.0056
Si, 9.5848, 28.6632, 9.6003, 0.001, 0.0067, 0.0019
Si, 12.331, 4.1163, 9.5986, 0.0057, -0.0325, -0.0029
Si, 15.0388, 1.3561, 9.6167, 0.0243, -0.0042, 0.0061
Si, 12.3348, 9.5796, 9.5345, -0.0009, -0.0013, -0.0015
Si, 15.0653, 6.8568, 9.5618, 0.0058, -0.0383, 0.0009
Si, 12.3457, 15.0337, 9.477, 0.0128, -0.0229, 0.0059
Si, 15.0643, 12.3057, 9.4941, -0.0113, 0.0046, -0.0072
Si, 12.3414, 20.4954, 9.4799, -0.0119, -0.0115, 0.0002
Si, 15.0816, 17.7642, 9.4758, 0.0196, -0.0354, 0.0047
Si, 12.3296, 25.933, 9.5625, 0.0038, 0.002, -0.0003
Si, 15.0649, 23.1982, 9.5062, 0.0314, -0.0012, -0.0048
Si, 12.3103, 31.4085, 9.62, 0.0027, 0.0274, -0.0009
Si, 15.0451, 28.6579, 9.6036, 0.017, -0.001, 0.0066
Si, 0.0088, 32.7907, 10.9661, -0.0048, -0.0027, 0.0045
Si, 2.7414, 2.7455, 10.9564, 0.0057, -0.0111, 0.0045
Si, 0.012, 5.4906, 10.9422, -0.0063, 0.0076, 0.0003
Si, 2.7513, 8.2342, 10.9113, 0.0189, 0.0113, -0.0049
Si, 0.0211, 10.9561, 10.8859, 0.0181, 0.0063, -0.003
Si, 2.7597, 13.6855, 10.8663, 0.0196, 0.0181, 0.0077
Si, 0.0297, 16.4053, 10.8609, -0.0094, 0.0127, -0.0002
Si, 2.7534, 19.1286, 10.8705, -0.0039, -0.0026, 0.0005
Si, 0.0276, 21.8418, 10.8759, -0.0242, 0.0059, 0.0004
Si, 2.7564, 24.5614, 10.9103, -0.0301, 0.0092, 0.0044
Si, 0.0269, 27.2884, 10.9334, -0.0285, 0.0141, -0.0003
Si, 2.7489, 30.0342, 10.9503, -0.0274, 0.0077, 0.0034
Si, 5.48, 32.7926, 10.9575, 0.0018, 0.0135, 0.0064
Si, 8.216, 2.7434, 10.9625, -0.0156, -0.0127, 0.0068
Si, 5.4901, 5.492, 10.941, -0.0059, 0.0117, -0.0024
Si, 8.226, 8.2262, 10.9249, 0.0112, 0.005, -0.0047
Si, 5.488, 10.9621, 10.8862, 0.0087, 0.0015, -0.0026
Si, 8.2279, 13.6825, 10.8615, -0.0114, -0.001, 0.001
Si, 5.4913, 16.4067, 10.8519, -0.0039, -0.0003, 0.0032
Si, 8.2297, 19.1254, 10.8506, -0.0248, 0.0042, 0.004
Si, 5.4856, 21.8468, 10.8864, -0.0077, 0.0142, -0.0022
Si, 8.2251, 24.5735, 10.9129, -0.0091, 0.0111, 0.0029
Si, 5.4871, 27.2924, 10.9321, -0.0364, 0.0083, -0.0003
Si, 8.22, 30.0399, 10.9633, -0.0061, 0.0134, 0.0089
Si, 10.9496, 32.7961, 10.9715, 0.0031, 0.0082, 0.0075
Si, 13.6797, 2.7418, 10.9671, -0.0009, 0.0106, 0.0048
Si, 10.9567, 5.4852, 10.9531, -0.0148, -0.0032, -0.0032
Si, 13.6896, 8.2238, 10.9203, 0.0061, 0.0169, -0.0052
Si, 10.9615, 10.9518, 10.8943, -0.0068, 0.0043, -0.0028
Si, 13.6984, 13.6783, 10.8651, -0.0068, 0.0069, 0.0021
Si, 10.968, 16.4078, 10.8409, -0.0155, 0.0063, 0.0025
Si, 13.7033, 19.1282, 10.8499, -0.0204, 0.0027, -0.0022
Si, 10.9683, 21.8504, 10.8714, -0.0186, 0.0136, 0.0006
Si, 13.7062, 24.5633, 10.9023, -0.0356, 0.0153, -0.0044
Si, 10.9645, 27.2995, 10.9419, -0.0232, 0.0122, 0.0027
Si, 13.6856, 30.0411, 10.9642, -0.0103, 0.0045, 0.002
Si, 1.3713, 1.3736, 12.3139, 0.0027, 0.0044, 0.0049
Si, 4.1119, 4.1243, 12.3011, -0.002, -0.0194, 0.0041
Si, 1.3791, 6.8722, 12.2883, 0.0037, -0.0218, -0.002
Si, 4.1146, 9.6095, 12.27, -0.0188, -0.0104, -0.0009
Si, 1.383, 12.3357, 12.2486, -0.0047, -0.0075, -0.005
Si, 4.1162, 15.0613, 12.2372, 0, -0.0219, -0.0005
Si, 1.3773, 17.7787, 12.2411, 0.0147, -0.0136, 0.0042
Si, 4.106, 20.498, 12.2525, 0.0246, -0.0008, 0.0014
Si, 1.3733, 23.2112, 12.2677, 0.0364, 0.0033, -0.0054
Si, 4.1045, 25.9406, 12.2893, 0.035, 0.0026, -0.0028
Si, 1.3701, 28.6775, 12.3059, 0.0273, -0.0068, 0.0007
Si, 4.103, 31.4257, 12.3114, 0.0143, -0.0062, 0.0027
Si, 6.8383, 1.3725, 12.3136, 0.0114, -0.0059, 0.0099
Si, 9.5773, 4.1228, 12.3157, 0.0084, -0.0028, 0.0024
Si, 6.8508, 6.8674, 12.2969, -0.0119, -0.0105, 0.0036
Si, 9.5865, 9.6052, 12.2774, -0.0067, -0.0115, -0.0026
Si, 6.8508, 12.3387, 12.2485, -0.0081, -0.0012, -0.0028
Si, 9.5875, 15.0644, 12.2258, 0.0042, -0.0175, -0.004
Si, 6.8491, 17.7802, 12.2286, 0.016, -0.0123, 0.0015
Si, 9.5832, 20.4972, 12.2339, 0.0211, -0.0134, -0.0032
Si, 6.8401, 23.2174, 12.2656, 0.0124, -0.0023, -0.0012
Si, 9.5783, 25.9466, 12.293, 0.0171, 0.0032, 0.0027
Si, 6.8355, 28.6783, 12.3079, 0.0239, 0.0061, -0.0028
Si, 9.5711, 31.431, 12.3215, -0.0115, 0.0115, 0.0034
Si, 12.3046, 1.3768, 12.3257, 0.0033, -0.0201, 0.0037
Si, 15.0441, 4.1259, 12.3126, 0.0087, -0.0167, 0.0049
Si, 12.3172, 6.8681, 12.3009, 0.0082, -0.0181, -0.0039
Si, 15.0509, 9.6066, 12.2723, -0.0028, -0.0087, -0.0056
Si, 12.3205, 12.3365, 12.2499, 0.0016, -0.0121, 0.0006
Si, 15.0515, 15.0584, 12.2346, 0.0072, -0.0073, 0.0012
Si, 12.3211, 17.7797, 12.222, 0.0042, -0.0106, -0.0002
Si, 15.0474, 20.4958, 12.2428, 0.0181, 0.0008, -0.0043
Si, 12.3167, 23.2183, 12.2614, 0.0114, 0.0001, -0.0037
Si, 15.0489, 25.9382, 12.2909, 0.0232, 0.0017, -0.0036
Si, 12.3099, 28.6815, 12.3156, 0.0028, 0.0086, 0.0028
Si, 15.0386, 31.4275, 12.3225, 0.0045, -0.004, 0.0053
Si, 0.0029, 2.7492, 13.6698, 0.0079, -0.0081, 0.0046
Si, 2.7375, 0.0028, 13.6727, -0.0132, 0.0046, 0.0061
Si, 0.0015, 8.2381, 13.6494, -0.0041, 0.0162, -0.0072
Si, 2.7355, 5.4941, 13.6527, 0.0097, 0.0168, -0.0052
Si, 0.0106, 13.7053, 13.615, 0.001, 0.0026, -0.0089
Si, 2.7402, 10.9764, 13.6336, 0.0118, 0.0036, -0.006
Si, 0.0095, 19.1428, 13.6172, -0.0187, 0.006, 0.002
Si, 2.7457, 16.4263, 13.6127, 0.0013, 0.0134, 0.0033
Si, 0.0175, 24.5811, 13.6515, -0.0186, 0.0049, 0.0036
Si, 2.7404, 21.8586, 13.6358, -0.022, 0.0138, -0.0001
Si, 0.0093, 30.0603, 13.6731, -0.0105, 0.0072, 0.0079
Si, 2.7449, 27.3195, 13.6615, -0.0176, 0.0133, 0.0035
Si, 5.4656, 2.7467, 13.6681, -0.0143, 0.0108, 0.0051
Si, 8.2021, 0.0055, 13.677, -0.0157, 0.003, 0.0097
Si, 5.4715, 8.2397, 13.6456, 0.0019, 0.0049, -0.0032
Si, 8.1997, 5.4908, 13.6699, 0.0073, 0.0079, 0.0042
Si, 5.4803, 13.7073, 13.6165, 0.0038, 0.0012, -0.0026
Si, 8.2108, 10.9792, 13.63, 0.0046, -0.007, -0.0053
Si, 5.4828, 19.144, 13.6129, -0.0184, 0.0094, -0.004
Si, 8.2189, 16.4294, 13.6045, -0.0108, -0.0001, 0.0033
Si, 5.4777, 24.5824, 13.647, -0.0103, 0.0046, -0.0042
Si, 8.2172, 21.8591, 13.6207, -0.0196, 0.023, -0.0061
Si, 5.4747, 30.0636, 13.6719, -0.0089, 0.0013, 0.0068
Si, 8.2135, 27.3209, 13.6638, -0.0172, 0.0132, -0.0009
Si, 10.9306, 2.7486, 13.6826, -0.0098, 0.0056, 0.0061
Si, 13.6712, 0.0038, 13.6771, -0.001, 0.0118, 0.0033
Si, 10.9366, 8.2364, 13.6544, -0.0066, 0.0189, -0.0042
Si, 13.6676, 5.4933, 13.6712, -0.0027, 0.0084, 0.0022
Si, 10.9501, 13.713, 13.6103, -0.007, -0.0013, -0.0026
Si, 13.6763, 10.9772, 13.6321, -0.0021, 0.0042, -0.0052
Si, 10.9547, 19.1437, 13.6025, -0.0218, 0.0078, -0.0018
Si, 13.6828, 16.4281, 13.6053, -0.0066, -0.0091, 0.0013
Si, 10.9578, 24.5874, 13.6453, -0.0261, 0.01, 0.0004
Si, 13.6856, 21.8614, 13.6257, -0.0341, 0.0182, 0.0007
Si, 10.9444, 30.0648, 13.6728, -0.0072, 0.008, 0.0007
Si, 13.6914, 27.32, 13.6631, -0.0177, -0.0035, 0.0012
Si, 1.3678, 4.1265, 15.0223, -0.006, -0.0054, 0.0037
Si, 4.0938, 1.385, 15.037, 0.014, -0.0098, 0.0031
Si, 1.362, 9.6179, 15.0064, 0.0084, -0.0145, -0.0012
Si, 4.0993, 6.8663, 15.0073, -0.0243, -0.0146, -0.0017
Si, 1.3635, 15.0818, 14.9872, -0.0044, -0.0263, -0.0017
Si, 4.1045, 12.3551, 14.9932, -0.009, -0.0021, -0.0072
Si, 1.3554, 20.5134, 15.0023, 0.0335, -0.001, -0.0009
Si, 4.0967, 17.8051, 14.9853, 0.0275, -0.017, -0.0014
Si, 1.366, 25.9668, 15.024, 0.0282, 0.0079, -0.0023
Si, 4.0924, 23.2352, 15.0098, 0.0253, 0.0055, -0.0033
Si, 1.3585, 31.4512, 15.0354, 0.012, -0.0128, -0.0028
Si, 4.093, 28.7075, 15.0294, 0.0195, 0.0041, -0.004
Si, 6.8271, 4.1171, 15.032, -0.0159, -0.0164, 0.0059
Si, 9.5543, 1.3844, 15.0451, 0.0093, -0.0107, 0.0052
Si, 6.8355, 9.6189, 15.0013, 0.0001, -0.0008, -0.0071
Si, 9.5591, 6.8729, 15.0229, 0.0073, -0.0118, -0.0008
Si, 6.8368, 15.0879, 14.9827, -0.0057, -0.0347, 0.0016
Si, 9.5734, 12.3632, 14.9847, -0.0044, -0.0114, -0.009
Si, 6.8351, 20.5158, 14.9938, 0.0182, 0.0003, 0.0046
Si, 9.5758, 17.8035, 14.9804, 0.0144, 0.0013, -0.0007
Si, 6.8328, 25.9607, 15.0166, -0.0023, -0.0045, -0.0058
Si, 9.5711, 23.2317, 14.9979, 0.0149, -0.0095, -0.007
Si, 6.8265, 31.4521, 15.0387, 0.0396, 0.0097, -0.0015
Si, 9.5671, 28.7083, 15.029, 0.0063, -0.0053, 0.0039
Si, 12.2898, 4.1295, 15.0379, -0.0009, -0.0037, 0.0021
Si, 15.0277, 1.3886, 15.0307, -0.0042, -0.0065, -0.0015
Si, 12.298, 9.6211, 15.0036, 0.0098, -0.0139, -0.0089
Si, 15.0309, 6.8734, 15.0218, 0.0048, -0.0045, -0.0011
Si, 12.3036, 15.0891, 14.9856, -0.0028, -0.0125, 0.0016
Si, 15.0328, 12.3612, 14.9922, 0.0172, -0.0138, -0.008
Si, 12.3035, 20.512, 14.9886, 0.0177, -0.0046, -0.0043
Si, 15.032, 17.7987, 14.9886, 0.0146, -0.0029, -0.0001
Si, 12.3147, 25.9645, 15.0206, 0.0088, 0.0172, -0.0021
Si, 15.0378, 23.2287, 15.0116, 0.0179, 0.0063, -0.0084
Si, 12.2955, 31.4497, 15.0369, 0.0074, -0.0084, 0.0078
Si, 15.0363, 28.7064, 15.0383, 0.0053, -0.0066, 0.0084

Results
total energy: -236497.057 eV
total energy less fixed offsets of O -438.35, Si -107.03 eV per atom: 10.643 eV
